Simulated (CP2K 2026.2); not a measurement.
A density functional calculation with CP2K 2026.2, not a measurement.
Periodic cell of 1152 atoms, Si864O288, from a study of silicon, its oxide and their interface. The atomic structure is a simulated model.
Doubt: the forces sum to 1.64 eV/angstrom along one axis rather than to zero, so they err by at least 0.0014 eV/angstrom per atom on average; the grid cutoff is modest.

Settings
functional: PBE
method: Gaussian and plane waves
basis set: DZVP-MOLOPT-SR-GTH
pseudopotentials: GTH-PBE
grid cutoff: 350 Ry, relative cutoff 50 Ry
k points: Gamma only
occupations: fixed
spin: none
net charge: 0

Cell vectors (angstrom)
a  32.64  0  0
b  0  16.32  0
c  2.6613  2.46  38.7607

Atoms: element, x, y, z (angstrom)
Si  1.1554  15.2087  0.1786
Si  4.2973  1.047  0.2442
Si  1.1191  4.1568  0.1164
Si  3.9592  7.0047  0.1984
Si  1.5728  9.0451  0.1046
Si  6.884  14.4013  38.7102
Si  9.1748  17.6394  38.7153
Si  9.0505  1.6208  0.1169
Si  6.9281  3.9343  0.1458
Si  12.1014  9.0898  38.6397
Si  6.6526  9.9337  0.0292
Si  9.5054  12.1177  0.4063
Si  12.5288  14.7847  0.0705
Si  15.1982  1.0813  0.1114
Si  14.4552  6.9591  38.7167
Si  17.801  8.9196  38.5715
Si  14.4216  12.4805  38.5486
Si  14.8031  12.6656  0.127
Si  17.4762  15.2634  0.2278
Si  20.8094  1.165  0.1283
Si  17.3697  4.2467  0.1139
Si  22.6515  9.4738  38.6637
Si  20.6206  11.8855  38.5613
Si  23.6105  14.4269  38.5529
Si  23.0151  15.2866  0.0868
Si  25.8005  1.6788  0.002
Si  26.1122  6.2604  38.6425
Si  26.1835  6.7328  0.1534
Si  23.1072  9.6517  0.1569
Si  26.0458  11.8298  0.0982
Si  31.6791  17.0979  38.744
Si  31.5323  1.0183  0.2417
Si  28.4074  4.3953  0.2377
Si  31.6809  6.5196  0.1844
Si  28.2274  9.5825  0.1281
Si  31.0989  12.2164  0.253
Si  2.7081  16.2762  1.5523
Si  5.4261  2.692  1.4582
Si  2.7514  5.3507  1.3821
Si  5.5267  8.2603  1.3581
Si  2.6817  10.7874  1.2901
Si  5.3733  13.5636  1.2671
Si  8.0425  16.2949  1.4049
Si  10.79  2.7711  1.2466
Si  8.0974  5.4857  1.42
Si  10.7439  8.2539  1.0884
Si  8.0479  10.8776  1.6465
Si  10.8841  13.6994  1.3898
Si  13.6156  16.322  1.4448
Si  16.2233  2.7309  1.4241
Si  13.4987  5.5123  1.2437
Si  16.282  8.206  1.0399
Si  13.5285  10.9595  1.1522
Si  16.3028  13.7321  1.5393
Si  19.117  0.0885  1.3922
Si  21.9224  2.7603  1.3759
Si  18.9465  5.4867  1.339
Si  21.7044  8.0973  1.2102
Si  19.1635  10.9561  1.1224
Si  21.845  13.6159  1.2645
Si  24.6075  0.1058  1.3405
Si  27.2854  2.7432  1.4404
Si  24.464  5.4915  1.1987
Si  27.1861  8.1876  1.6469
Si  24.5554  10.8065  1.5617
Si  27.2305  13.567  1.1957
Si  29.9721  16.1849  1.486
Si  32.6475  2.6506  1.4942
Si  30.0044  5.5003  1.4668
Si  32.7382  8.0275  1.5943
Si  29.8864  10.671  1.4334
Si  32.6726  13.5293  1.4117
Si  1.3909  1.3599  2.87
Si  4.0693  4.039  2.7906
Si  1.459  6.6711  2.8787
Si  4.0845  9.5254  2.7359
Si  1.4  12.1687  2.7224
Si  4.0704  14.8524  2.782
Si  6.7626  1.3348  2.8253
Si  9.4888  4.0963  2.7216
Si  6.7794  6.8537  2.7582
Si  9.4851  9.4364  2.7379
Si  6.7003  12.3349  2.81
Si  9.5001  15.0218  2.7314
Si  12.1779  1.4284  2.6441
Si  14.807  4.1138  2.6765
Si  12.1685  6.9441  2.5505
Si  14.9186  9.5471  2.4728
Si  12.2297  12.2581  2.6835
Si  14.9374  15.0314  2.8879
Si  17.7128  1.4411  2.7348
Si  20.4185  4.1226  2.6232
Si  17.5719  6.8909  2.6139
Si  20.414  9.5486  2.5906
Si  17.7601  12.2428  2.601
Si  20.428  14.9257  2.6718
Si  23.2428  1.4116  2.7685
Si  25.8468  4.1545  2.688
Si  23.0745  6.7739  2.6137
Si  25.8119  9.4782  2.9665
Si  23.1654  12.2897  2.7224
Si  25.9069  14.9415  2.6287
Si  28.597  1.3039  2.7494
Si  31.284  4.0371  2.8119
Si  28.65  6.8326  2.8561
Si  31.3009  9.4177  2.8149
Si  28.5376  12.1824  2.6944
Si  31.3198  14.8455  2.8444
Si  32.6514  16.2789  4.1645
Si  2.7399  2.714  4.2026
Si  32.6616  5.3681  4.1894
Si  2.7814  8.1341  4.1463
Si  32.6566  10.8435  4.1028
Si  2.7208  13.5135  4.1411
Si  5.4095  16.2665  4.1415
Si  8.1551  2.7277  4.1158
Si  5.4307  5.4521  4.0995
Si  8.1576  8.1303  4.1458
Si  5.3867  10.909  4.1365
Si  8.1487  13.6506  4.1059
Si  10.8559  16.3877  4.0616
Si  13.5216  2.7499  4.0626
Si  10.8752  5.5135  3.9963
Si  13.5769  8.2359  3.9377
Si  10.861  10.8743  4.0313
Si  13.567  13.5897  4.1105
Si  16.3573  16.4024  4.1222
Si  19.0739  2.7949  4.0493
Si  16.2386  5.4902  3.9818
Si  19.003  8.2151  3.9675
Si  16.3208  10.8727  3.9032
Si  19.0593  13.5897  4.0392
Si  21.8031  16.3234  4.0249
Si  24.5474  2.7855  4.1169
Si  21.7519  5.4508  4.0268
Si  24.3918  8.0762  4.1235
Si  21.7655  10.8879  4.0153
Si  24.5285  13.6419  4.0598
Si  27.2157  16.2775  4.0749
Si  29.9215  2.6711  4.1409
Si  27.2178  5.4458  4.1076
Si  29.9709  8.1438  4.2381
Si  27.2145  10.8961  4.1716
Si  29.9031  13.5032  4.1282
Si  33.9909  14.9551  21.7802
Si  4.0621  17.6918  21.7889
Si  34.0119  4.077  21.8338
Si  4.0963  6.7415  21.7509
Si  33.9858  9.5145  21.7525
Si  4.0766  12.2265  21.7683
Si  6.8293  14.9746  21.7507
Si  9.5293  17.6621  21.809
Si  6.8081  4.0287  21.8139
Si  9.5197  6.7762  21.7734
Si  6.8199  9.4899  21.764
Si  9.5456  12.2466  21.7629
Si  12.2556  14.96  21.8368
Si  14.9616  17.6427  21.7756
Si  12.2408  4.0764  21.745
Si  14.9835  6.8381  21.7677
Si  12.2669  9.5255  21.7633
Si  14.9162  12.2689  21.7667
Si  17.6405  14.9991  21.7478
Si  20.3906  1.4363  21.7377
Si  17.738  4.1129  21.7276
Si  20.3835  6.7995  21.6192
Si  17.6187  9.5389  21.6945
Si  20.3305  12.2659  21.6894
Si  23.0976  15.0032  21.6597
Si  25.7994  17.6288  21.7211
Si  23.0837  4.0384  21.6912
Si  25.8604  6.816  21.6688
Si  23.1167  9.5185  21.6516
Si  25.8554  12.2557  21.6433
Si  28.5135  14.9278  21.7872
Si  31.2746  17.6582  21.7516
Si  28.5828  4.0807  21.736
Si  31.3261  6.7987  21.8044
Si  28.6176  9.55  21.7209
Si  31.2239  12.2218  21.7511
Si  2.6793  16.3574  23.1466
Si  5.4429  2.6634  23.1969
Si  2.7602  5.4479  23.1957
Si  5.4761  8.074  23.0881
Si  2.7136  10.8416  23.1122
Si  5.4631  13.6139  23.0658
Si  8.1423  16.3188  23.1826
Si  10.9475  2.6774  23.1314
Si  8.1748  5.4023  23.1523
Si  10.887  8.1648  23.0939
Si  8.2149  10.8423  23.0937
Si  10.8271  13.6338  23.18
Si  13.6567  16.2815  23.2341
Si  16.4135  2.6777  23.0248
Si  13.5801  5.4801  23.0679
Si  16.3336  8.2126  23.1607
Si  13.6258  10.8608  23.1578
Si  16.2463  13.6708  23.1144
Si  18.9881  16.4222  23.0615
Si  21.7517  2.7451  23.1703
Si  19.0678  5.5393  23.0809
Si  21.756  8.1176  22.9503
Si  18.9497  10.9004  23.0336
Si  21.6937  13.6814  22.9663
Si  24.4235  16.2904  23.1141
Si  27.1865  2.6829  23.0142
Si  24.4781  5.421  22.9493
Si  27.2477  8.1789  22.9994
Si  24.5005  10.8981  22.9476
Si  27.1249  13.546  23.1392
Si  29.9028  16.3068  23.1055
Si  32.6126  2.6844  23.1386
Si  29.9795  5.3953  23.132
Si  32.6429  8.2188  23.1875
Si  29.9083  10.8917  23.1992
Si  32.5899  13.5694  23.0749
Si  33.9015  17.6474  24.5653
Si  4.1075  4.0325  24.5619
Si  34.0811  6.9187  24.5236
Si  4.1075  9.4257  24.3996
Si  33.9501  12.2189  24.4192
Si  4.1214  15.0127  24.404
Si  6.7581  17.5938  24.6149
Si  9.5795  4.0243  24.4548
Si  6.7965  6.7421  24.5309
Si  9.5266  9.4605  24.5015
Si  6.8593  12.2494  24.3662
Si  9.4749  15.0139  24.6093
Si  12.2924  17.661  24.555
Si  15.0525  4.0873  24.2238
Si  12.2388  6.846  24.4726
Si  14.9768  9.517  24.6089
Si  12.2082  12.2217  24.4425
Si  15.0552  14.9911  24.6969
Si  17.719  17.7482  24.5591
Si  20.4385  4.2612  24.4756
Si  17.7806  6.9209  24.5124
Si  20.3689  9.4774  24.2415
Si  17.5221  12.229  24.3987
Si  20.3387  15.0482  24.3411
Si  23.0809  17.6151  24.5428
Si  25.7944  4.0417  24.2935
Si  23.1457  6.772  24.2928
Si  25.8794  9.5644  24.305
Si  23.0943  12.2899  24.1881
Si  25.7065  14.8634  24.4979
Si  28.4982  17.6669  24.4215
Si  31.2954  3.9973  24.5618
Si  28.6204  6.853  24.3629
Si  31.3368  9.6157  24.6231
Si  28.4398  12.1819  24.5577
Si  31.2252  14.8946  24.4548
Si  32.5396  16.1758  25.9167
Si  2.6785  2.6976  25.8948
Si  32.7669  5.4794  25.7844
Si  2.8444  8.2178  25.9719
Si  32.7602  10.9796  26.0316
Si  2.7164  13.6225  25.6016
Si  5.3723  16.2096  26.0254
Si  8.2001  2.6891  25.8179
Si  5.4849  5.3709  25.9602
Si  8.1714  8.0855  25.8955
Si  5.4939  10.8244  25.597
Si  8.0541  13.5954  25.89
Si  10.8825  16.3713  25.9948
Si  13.8663  2.7122  25.6583
Si  10.9214  5.4188  25.7878
Si  13.5277  8.1729  25.9628
Si  10.8732  10.8669  25.8275
Si  13.5436  13.5237  25.8414
Si  16.5421  16.3651  26.1437
Si  19.0332  2.9741  25.8219
Si  16.2904  5.4906  25.5976
Si  19.1983  8.3089  25.8945
Si  16.3107  10.9491  25.9888
Si  18.9723  13.6064  25.5494
Si  21.5904  16.2742  25.9063
Si  24.5153  2.767  25.7666
Si  21.8956  5.5679  25.8531
Si  24.499  8.1785  25.5276
Si  21.768  10.8728  25.4066
Si  24.2299  13.5038  25.8093
Si  27.1345  16.2603  25.7163
Si  29.8033  2.6146  25.9218
Si  27.1338  5.4448  25.5279
Si  29.8878  8.2421  25.8697
Si  27.0314  10.8223  25.9354
Si  29.8073  13.5988  25.8212
Si  34.2635  15.0233  27.1035
Si  3.7114  17.393  27.2395
Si  34.2957  4.4053  27.1535
Si  3.9574  6.5719  27.2913
Si  1.9462  9.9745  27.2991
Si  4.0922  12.2004  26.7835
Si  6.2596  14.3565  27.2814
Si  9.384  17.6806  27.3241
Si  7.146  4.2199  27.2135
Si  9.3565  6.4765  27.1849
Si  6.9975  9.7871  27.0362
Si  9.2783  12.011  27.0893
Si  12.2729  14.9137  27.2152
Si  15.3529  1.7754  27.2897
Si  12.6955  4.3033  26.8204
Si  14.7839  6.5247  27.0432
Si  12.2535  9.6809  27.3103
Si  14.4977  11.9182  27.2634
Si  18.0152  14.7617  27.3288
Si  20.5694  1.7851  27.0748
Si  17.4042  4.149  27.1206
Si  21.0281  7.3621  27.1248
Si  18.1934  10.0707  27.1465
Si  20.3908  12.1984  26.6679
Si  22.4791  14.4377  27.1488
Si  25.7404  17.5524  27.0364
Si  22.9719  3.882  27.1418
Si  25.9382  6.9102  26.8119
Si  23.1611  9.6107  26.7303
Si  25.2395  11.8549  27.1503
Si  28.5727  15.1064  27.1562
Si  30.8443  17.2404  27.169
Si  28.7155  4.5133  26.9493
Si  31.0431  6.51  26.981
Si  28.1132  9.1083  27.1746
Si  31.1436  12.2974  27.2091
Si  32.6862  15.1569  31.4987
Si  8.0463  15.6381  29.2654
Si  3.0175  8.5883  34.4855
Si  5.4056  6.8234  30.0649
Si  2.597  16.7767  32.4736
Si  8.4449  11.3516  34.3455
Si  7.3077  13.7829  33.2337
Si  10.3148  8.3217  29.466
Si  11.3691  2.6496  29.1408
Si  7.3154  9.146  29.8907
Si  34.618  14.7205  36.2168
Si  14.8954  2.7538  32.0432
Si  24.1232  15.9903  28.9924
Si  14.4552  14.767  31.4159
Si  11.1532  10.5486  33.5761
Si  10.8331  4.6716  33.4818
Si  7.7794  7.6656  36.7806
Si  16.1447  13.1873  29.4135
Si  17.7896  2.3601  32.0481
Si  30.0702  14.238  32.8481
Si  20.4485  6.8183  32.7563
Si  25.0867  6.3155  31.9872
Si  17.739  17.3855  34.8755
Si  17.2867  11.2408  31.446
Si  25.7474  7.7371  35.9633
Si  22.8221  7.9371  35.8939
Si  24.9279  4.9947  29.1436
Si  17.0036  3.8086  35.8976
Si  27.0845  15.9186  36.7146
Si  28.1804  12.6129  31.2345
Si  26.4284  13.9224  29.2482
Si  33.0367  4.2609  36.2234
Si  23.9721  3.6473  32.9636
Si  26.7815  2.4976  29.7177
Si  32.1799  16.7184  35.8377
Si  4.9634  6.979  32.8746
Si  34.0676  10.3516  30.0948
Si  6.5006  11.157  32.2592
Si  14.1086  16.525  33.6755
Si  30.1348  6.8361  32.1009
Si  33.0362  13.2199  29.3083
Si  10.4074  13.5944  29.4235
Si  15.4672  10.7131  33.8083
Si  12.3229  3.8908  35.9721
Si  20.2703  9.243  34.4208
Si  31.4517  9.6124  31.4955
Si  4.9295  15.8778  36.6792
Si  8.1989  3.1031  32.527
Si  14.6853  5.8067  35.9755
Si  20.5259  16.7786  36.1392
Si  10.471  10.7646  36.4588
Si  7.6171  16.5366  32.1452
Si  2.5957  10.4724  36.5983
Si  15.0392  5.5701  31.7271
Si  22.0455  10.9941  33.0098
Si  21.4815  2.8766  34.7585
Si  19.798  14.8384  29.8842
Si  20.7353  7.5236  30.0108
Si  18.1743  8.8419  29.9205
Si  24.3316  14.8365  35.613
Si  21.7941  5.1707  36.758
Si  23.5998  15.9785  32.936
Si  19.43  14.0157  36.5798
Si  31.0894  11.6008  33.9232
Si  17.21  14.3518  34.6876
Si  26.0059  17.8371  32.6538
Si  28.7725  2.543  33.7026
Si  33.8362  3.6038  30.0357
Si  16.7739  6.1715  29.2935
Si  31.8768  17.6301  30.0213
Si  26.3697  10.6302  36.3789
Si  33.4076  2.4225  34.0232
Si  29.5212  16.2913  34.7979
Si  6.375  4.7977  34.0245
Si  3.8574  2.1806  30.2044
Si  6.3865  3.774  30.1342
Si  32.6032  4.9681  32.3997
Si  11.9635  12.9333  32.0991
Si  19.1365  4.2034  33.7735
Si  11.9744  14.6854  34.4874
Si  29.6175  2.932  30.8294
Si  12.659  4.163  31.2318
Si  34.1635  12.3189  34.3177
Si  10.4616  7.726  32.5373
Si  13.69  17.6694  36.234
Si  13.4917  16.8148  29.2269
Si  10.9857  16.1217  36.8479
Si  15.471  7.7724  33.8908
Si  14.4583  12.9099  35.4691
Si  21.6328  13.7375  31.7833
Si  7.7239  7.4358  33.8211
Si  29.8435  5.5225  29.4844
Si  17.4456  9.3093  35.5308
Si  22.8403  8.1499  31.9211
Si  18.7644  13.6144  32.2287
Si  22.8238  18.0995  31.0575
Si  24.4341  11.8174  34.6231
Si  3.3234  10.9056  32.3634
Si  20.0365  17.7964  30.0718
Si  26.962  10.7684  33.5057
Si  5.2551  15.862  33.7574
Si  30.3225  10.1572  36.6334
Si  29.5315  10.5887  29.2241
Si  5.6041  5.3395  36.8599
Si  30.8729  7.0522  36.1361
Si  33.3401  6.6916  34.6209
Si  27.4124  7.6107  33.3567
Si  29.8164  4.3747  36.0039
Si  1.3781  14.9137  5.491
Si  4.0857  1.3218  5.5125
Si  1.373  4.0449  5.5566
Si  4.116  6.7913  5.512
Si  1.3762  9.4867  5.4737
Si  4.0604  12.2114  5.5415
Si  6.8054  14.9692  5.5036
Si  9.519  1.389  5.4688
Si  6.7972  4.0915  5.4597
Si  9.5319  6.7846  5.4581
Si  6.7956  9.5387  5.4521
Si  9.5072  12.24  5.4111
Si  12.205  14.9876  5.4196
Si  14.9365  1.4221  5.4225
Si  12.2022  4.1443  5.4019
Si  14.905  6.8538  5.3469
Si  12.2489  9.5496  5.3832
Si  14.9898  12.2204  5.3651
Si  17.7018  14.9682  5.4084
Si  20.4186  1.3757  5.3792
Si  17.6509  4.1491  5.3571
Si  20.3667  6.8377  5.348
Si  17.6482  9.547  5.3482
Si  20.4097  12.2338  5.3997
Si  23.1458  14.9824  5.4171
Si  25.8707  1.3556  5.439
Si  23.112  4.1037  5.4263
Si  25.824  6.7751  5.4653
Si  23.076  9.5166  5.4259
Si  25.837  12.2682  5.4683
Si  28.5659  14.9233  5.4561
Si  31.2868  1.3254  5.504
Si  28.5511  4.0522  5.469
Si  31.3196  6.7539  5.5405
Si  28.5763  9.5281  5.5199
Si  31.2925  12.1858  5.4848
Si  2.7227  16.2844  6.8581
Si  5.4532  2.7145  6.8312
Si  2.7409  5.4361  6.8657
Si  5.4696  8.1683  6.8422
Si  2.7036  10.845  6.8678
Si  5.4468  13.5924  6.849
Si  8.1679  16.3404  6.8345
Si  10.8792  2.7659  6.7947
Si  8.1673  5.4358  6.8218
Si  10.8986  8.1804  6.7674
Si  8.1627  10.8915  6.802
Si  10.8592  13.6122  6.7778
Si  13.5898  16.343  6.7661
Si  16.3144  2.7809  6.7521
Si  13.5854  5.4853  6.7499
Si  16.2942  8.1845  6.7195
Si  13.6171  10.8901  6.7502
Si  16.3225  13.6013  6.7439
Si  19.0591  16.3384  6.7542
Si  21.755  2.7294  6.7678
Si  19.0183  5.4822  6.7326
Si  21.71  8.1663  6.769
Si  19.0133  10.8904  6.7385
Si  21.7721  13.6036  6.7563
Si  24.4856  16.3373  6.794
Si  27.2084  2.6955  6.8311
Si  24.4646  5.431  6.8183
Si  27.1819  8.1527  6.8212
Si  24.4613  10.8761  6.7807
Si  27.1975  13.6035  6.8363
Si  29.9146  16.2852  6.8333
Si  32.6404  2.6793  6.8756
Si  29.9144  5.4034  6.8444
Si  32.671  8.1404  6.863
Si  29.9419  10.8613  6.874
Si  32.6409  13.5681  6.8386
Si  1.3676  1.3261  8.2164
Si  4.098  4.0657  8.2029
Si  1.3831  6.7889  8.2228
Si  4.0913  9.5036  8.2054
Si  1.3544  12.2196  8.2105
Si  4.0911  14.9436  8.2121
Si  6.8101  1.3673  8.1968
Si  9.5199  4.0857  8.1816
Si  6.8237  6.802  8.1873
Si  9.534  9.5266  8.1424
Si  6.8114  12.2331  8.1877
Si  9.5205  14.9613  8.1687
Si  12.24  1.3846  8.1353
Si  14.9486  4.1234  8.1162
Si  12.2389  6.8216  8.1396
Si  14.957  9.5289  8.1179
Si  12.2477  12.2526  8.1142
Si  14.9566  14.968  8.1067
Si  17.6736  1.3851  8.0956
Si  20.3766  4.1036  8.1006
Si  17.6554  6.8306  8.0991
Si  20.3601  9.533  8.1218
Si  17.6752  12.2523  8.1157
Si  20.4092  14.97  8.1162
Si  23.1143  1.376  8.1418
Si  25.8308  4.065  8.1677
Si  23.0911  6.8142  8.1354
Si  25.821  9.5249  8.1588
Si  23.1088  12.2424  8.1375
Si  25.8321  14.9728  8.169
Si  28.5661  1.3397  8.1887
Si  31.2787  4.0567  8.2085
Si  28.5507  6.7873  8.1764
Si  31.2983  9.4949  8.2143
Si  28.5614  12.2383  8.1914
Si  31.2822  14.9354  8.1918
Si  32.64  16.292  9.5599
Si  2.7308  2.7043  9.5552
Si  32.6453  5.4237  9.5554
Si  2.7408  8.1493  9.5724
Si  32.645  10.8634  9.5715
Si  2.7252  13.5814  9.5584
Si  5.4504  16.3186  9.5518
Si  8.1702  2.7247  9.5475
Si  5.4599  5.438  9.5462
Si  8.1838  8.1705  9.5268
Si  5.4512  10.8744  9.5481
Si  8.1659  13.6032  9.5358
Si  10.8867  16.3356  9.5049
Si  13.6024  2.7468  9.4847
Si  10.8862  5.4592  9.5127
Si  13.6011  8.1771  9.4944
Si  10.8921  10.8943  9.4939
Si  13.5986  13.6143  9.4808
Si  16.3158  16.3381  9.4616
Si  19.0259  2.7391  9.4693
Si  16.3105  5.47  9.4786
Si  19.0106  8.1738  9.4833
Si  16.313  10.8934  9.4784
Si  19.0362  13.6149  9.473
Si  21.7546  16.3271  9.4911
Si  24.4673  2.7184  9.5215
Si  21.7353  5.4476  9.4859
Si  24.4558  8.1634  9.5054
Si  21.7355  10.8843  9.4837
Si  24.4681  13.5987  9.5067
Si  27.1936  16.3152  9.5394
Si  29.9193  2.6984  9.5546
Si  27.189  5.429  9.5269
Si  29.9167  8.1378  9.544
Si  27.1902  10.8725  9.5264
Si  29.9205  13.5892  9.5538
Si  1.3674  14.9418  10.9158
Si  4.09  1.3506  10.9146
Si  1.3687  4.0656  10.9094
Si  4.1014  6.787  10.9164
Si  1.3756  9.5105  10.9212
Si  4.0919  12.229  10.9114
Si  6.8082  14.9556  10.9033
Si  9.5311  1.3579  10.888
Si  6.8128  4.0806  10.9076
Si  9.5317  6.807  10.8866
Si  6.8167  9.5158  10.896
Si  9.5319  12.2391  10.8764
Si  12.244  14.9694  10.8563
Si  14.9578  1.374  10.8362
Si  12.2427  4.0903  10.8625
Si  14.9534  6.8145  10.8547
Si  12.2408  9.531  10.8601
Si  14.9528  12.2516  10.8431
Si  17.6704  14.9761  10.8297
Si  20.3844  1.3749  10.8362
Si  17.6662  4.0971  10.8356
Si  20.3769  6.8123  10.8435
Si  17.6621  9.5346  10.8493
Si  20.3837  12.251  10.8424
Si  23.1073  14.964  10.858
Si  25.8302  1.3616  10.883
Si  23.0998  4.0919  10.8568
Si  25.8236  6.8019  10.8665
Si  23.0967  9.5294  10.8546
Si  25.8279  12.2402  10.873
Si  28.5563  14.9558  10.8977
Si  31.284  1.3431  10.9092
Si  28.5545  4.0736  10.8901
Si  31.2828  6.7866  10.9051
Si  28.554  9.5111  10.8864
Si  31.2799  12.2295  10.9134
Si  2.7282  16.3077  12.2693
Si  5.4519  2.7157  12.2642
Si  2.7315  5.4273  12.2648
Si  5.4605  8.1562  12.2634
Si  2.7357  10.8725  12.2743
Si  5.4484  13.595  12.2648
Si  8.1698  16.3199  12.2519
Si  10.8883  2.7298  12.234
Si  8.1751  5.4455  12.2543
Si  10.888  8.1719  12.2366
Si  8.1718  10.8835  12.2481
Si  10.8857  13.6098  12.2268
Si  13.6005  16.3363  12.2094
Si  16.3095  2.7351  12.2009
Si  13.5971  5.4517  12.2205
Si  16.3073  8.1747  12.214
Si  13.5969  10.8938  12.2159
Si  16.3121  13.6166  12.1982
Si  19.0243  16.334  12.1971
Si  21.742  2.7264  12.2082
Si  19.0213  5.4521  12.205
Si  21.7392  8.1685  12.2102
Si  19.0251  10.8945  12.2056
Si  21.7421  13.604  12.2096
Si  24.4666  16.3167  12.2255
Si  27.1945  2.7169  12.2423
Si  24.4655  5.4436  12.2228
Si  27.1899  8.1506  12.2355
Si  24.4624  10.8793  12.2221
Si  27.1902  13.5923  12.2399
Si  29.9191  16.3095  12.2604
Si  32.6466  2.7056  12.2636
Si  29.92  5.4258  12.2533
Si  32.6469  8.1465  12.2626
Si  29.9148  10.8656  12.2542
Si  32.6455  13.5864  12.2704
Si  1.3669  1.3488  13.6246
Si  4.0896  4.0697  13.6239
Si  1.3717  6.7897  13.6199
Si  4.099  9.5124  13.6257
Si  1.3721  12.2326  13.6271
Si  4.089  14.9502  13.6285
Si  6.8115  1.3542  13.6184
Si  9.5309  4.0797  13.6079
Si  6.8165  6.7971  13.6214
Si  9.5254  9.521  13.606
Si  6.8097  12.2345  13.6181
Si  9.5272  14.9573  13.6036
Si  12.2439  1.3658  13.5879
Si  14.9513  4.086  13.5757
Si  12.24  6.8036  13.592
Si  14.9476  9.5286  13.5774
Si  12.2378  12.2469  13.5851
Si  14.9544  14.9729  13.5676
Si  17.6638  1.3715  13.5609
Si  20.3828  4.0906  13.5634
Si  17.664  6.8107  13.5703
Si  20.3829  9.5346  13.5682
Si  17.6642  12.2547  13.5638
Si  20.3788  14.9692  13.5595
Si  23.1032  1.3648  13.57
Si  25.8337  4.086  13.5841
Si  23.1052  6.8111  13.5718
Si  25.8273  9.5182  13.5825
Si  23.1005  12.244  13.5732
Si  25.8288  14.9599  13.5873
Si  28.5583  1.3598  13.604
Si  31.2836  4.0689  13.6142
Si  28.5579  6.7936  13.5981
Si  31.2851  9.5111  13.6119
Si  28.5539  12.2345  13.6001
Si  31.2841  14.953  13.6185
Si  32.6429  16.3126  14.9825
Si  2.7303  2.7077  14.9815
Si  32.6502  5.4265  14.9712
Si  2.7342  8.1512  14.9772
Si  32.6506  10.8667  14.9727
Si  2.7268  13.594  14.9908
Si  5.4535  16.3118  14.9812
Si  8.1717  2.7174  14.9715
Si  5.4512  5.4343  14.975
Si  8.1729  8.1598  14.978
Si  5.4535  10.8748  14.9874
Si  8.1666  13.6007  14.9711
Si  10.8829  16.3271  14.9538
Si  13.5975  2.7279  14.9496
Si  10.8877  5.4428  14.9653
Si  13.5935  8.1679  14.9467
Si  10.8807  10.8888  14.956
Si  13.5944  13.6153  14.9338
Si  16.305  16.3367  14.931
Si  19.0215  2.7308  14.9195
Si  16.3038  5.4519  14.9327
Si  19.0214  8.1763  14.9246
Si  16.3069  10.8934  14.9267
Si  19.0175  13.6169  14.9261
Si  21.74  16.3226  14.9211
Si  24.4721  2.7201  14.926
Si  21.7444  5.4499  14.9228
Si  24.4703  8.1591  14.9414
Si  21.7416  10.8892  14.9363
Si  24.4616  13.5998  14.9335
Si  27.1937  16.3163  14.947
Si  29.9225  2.7109  14.9712
Si  27.2019  5.4312  14.954
Si  29.925  8.1472  14.9596
Si  27.1909  10.8716  14.9457
Si  29.9204  13.5885  14.9618
Si  1.3629  14.9567  16.3464
Si  4.0896  1.3467  16.3396
Si  1.3691  4.0687  16.3356
Si  4.093  6.7918  16.3364
Si  1.3746  9.5112  16.3348
Si  4.0878  12.2324  16.3483
Si  6.8135  14.9556  16.3445
Si  9.5274  1.3558  16.3314
Si  6.8073  4.0713  16.3311
Si  9.5309  6.7968  16.3345
Si  6.8118  9.5109  16.3462
Si  9.5218  12.2393  16.327
Si  12.2404  14.9677  16.3082
Si  14.9517  1.3674  16.3108
Si  12.2421  4.0783  16.3263
Si  14.946  6.8042  16.3056
Si  12.2338  9.5232  16.3109
Si  14.9463  12.2499  16.2871
Si  17.657  14.9756  16.2908
Si  20.3771  1.3639  16.2717
Si  17.6616  4.0867  16.283
Si  20.3828  6.8144  16.2756
Si  17.6605  9.5334  16.2877
Si  20.3763  12.2591  16.2864
Si  23.0983  14.964  16.2835
Si  25.8317  1.3639  16.2919
Si  23.1155  4.0884  16.2704
Si  25.8419  6.7985  16.2993
Si  23.1065  9.5247  16.2918
Si  25.8248  12.2389  16.2879
Si  28.5601  14.9603  16.3045
Si  31.2825  1.3557  16.3383
Si  28.564  4.0743  16.3251
Si  31.2903  6.79  16.3219
Si  28.5637  9.5166  16.3021
Si  31.2884  12.2316  16.3192
Si  2.7264  16.3165  17.7068
Si  5.4518  2.7068  17.6932
Si  2.7348  5.4276  17.6911
Si  5.4491  8.145  17.7045
Si  2.7242  10.8709  17.7075
Si  5.4482  13.5967  17.7041
Si  8.1741  16.3177  17.7051
Si  10.8856  2.7138  17.6933
Si  8.1667  5.4292  17.6877
Si  10.8913  8.1612  17.6896
Si  8.1728  10.876  17.6995
Si  10.8808  13.6103  17.6716
Si  13.5881  16.3282  17.6759
Si  16.3134  2.7344  17.6637
Si  13.6015  5.44  17.6853
Si  16.299  8.1786  17.6517
Si  13.5893  10.8957  17.6542
Si  16.29  13.6153  17.6467
Si  19.0143  16.3414  17.6462
Si  21.7511  2.7242  17.6063
Si  19.017  5.4587  17.6259
Si  21.741  8.1641  17.6426
Si  19.0112  10.9033  17.6426
Si  21.731  13.6207  17.6498
Si  24.4644  16.3221  17.6335
Si  27.1962  2.7046  17.6681
Si  24.4817  5.4282  17.6429
Si  27.2136  8.1533  17.6571
Si  24.4684  10.8857  17.6498
Si  27.192  13.5953  17.6383
Si  29.9148  16.3091  17.6835
Si  32.6482  2.7153  17.6997
Si  29.9385  5.4303  17.6848
Si  32.6579  8.1419  17.6827
Si  29.9318  10.8656  17.665
Si  32.6346  13.5917  17.6928
Si  1.3675  1.3614  19.0666
Si  4.0885  4.0612  19.0486
Si  1.3741  6.7812  19.0503
Si  4.084  9.5019  19.0645
Si  1.3516  12.2358  19.0578
Si  4.0858  14.9555  19.0667
Si  6.8076  1.3557  19.0639
Si  9.5154  4.0642  19.0499
Si  6.8088  6.774  19.0583
Si  9.5385  9.5186  19.0593
Si  6.8066  12.2312  19.0591
Si  9.5452  14.961  19.06
Si  12.2407  1.3568  19.0626
Si  14.9657  4.0825  19.0478
Si  12.2462  6.798  19.0521
Si  14.9409  9.543  19.013
Si  12.235  12.2493  19.0225
Si  14.9304  14.9526  19.0287
Si  17.6668  1.3772  19.0254
Si  20.3919  4.0872  18.944
Si  17.654  6.8065  18.9953
Si  20.3716  9.5365  18.9861
Si  17.6444  12.2637  19.0037
Si  20.3703  14.9916  19.0093
Si  23.0985  1.3692  18.9725
Si  25.8374  4.0681  19.0176
Si  23.1125  6.7894  18.9809
Si  25.8547  9.5289  18.9918
Si  23.0934  12.2513  18.994
Si  25.831  14.9615  18.9809
Si  28.5498  1.3441  19.0406
Si  31.2999  4.0813  19.0641
Si  28.5848  6.8046  19.0282
Si  31.2925  9.5016  19.0271
Si  28.5669  12.247  18.989
Si  31.2681  14.9485  19.0517
Si  32.6397  16.3046  20.4024
Si  2.7199  2.7375  20.4305
Si  32.6738  5.4357  20.4394
Si  2.7234  8.1334  20.4205
Si  32.6179  10.872  20.4013
Si  2.7148  13.5935  20.418
Si  5.4359  16.3304  20.4259
Si  8.1753  2.6999  20.4341
Si  5.4638  5.3856  20.415
Si  8.1757  8.139  20.4017
Si  5.4477  10.8626  20.4194
Si  8.1772  13.5969  20.4019
Si  10.8994  16.3112  20.4485
Si  13.6173  2.7106  20.4144
Si  10.8712  5.428  20.397
Si  13.6164  8.1735  20.3922
Si  10.9095  10.892  20.4052
Si  13.5587  13.6079  20.4067
Si  16.291  16.3215  20.3647
Si  19.0586  2.763  20.3377
Si  16.3261  5.4576  20.3994
Si  18.9969  8.1856  20.332
Si  16.2733  10.9237  20.371
Si  18.9864  13.6409  20.3562
Si  21.7259  16.3772  20.3514
Si  24.4625  2.6898  20.3515
Si  21.7479  5.4107  20.3136
Si  24.4829  8.158  20.3131
Si  21.7216  10.8976  20.3475
Si  24.4636  13.6204  20.3275
Si  27.1806  16.282  20.3818
Si  29.9256  2.7032  20.3889
Si  27.222  5.4297  20.3573
Si  29.9625  8.1438  20.4062
Si  27.2386  10.8824  20.3407
Si  29.8809  13.5939  20.3972
O  31.6433  13.2179  28.4775
O  28.5291  9.443  28.716
O  33.5216  3.8927  28.4848
O  29.7013  16.1733  27.7067
O  33.2349  4.8095  30.9207
O  6.5826  6.6059  36.8494
O  31.5362  17.901  28.4789
O  11.3223  13.7192  33.3718
O  8.1046  13.3832  38.2465
O  9.8975  2.2878  28.5885
O  6.2854  7.869  33.2224
O  8.2395  5.3695  27.644
O  10.0529  7.0092  28.5557
O  11.4591  9.1887  28.6727
O  9.3377  14.7715  29.6854
O  14.7074  17.7745  28.7621
O  13.3947  15.8607  27.9205
O  8.3751  16.591  28.0004
O  11.9101  3.3543  37.4367
O  4.5962  7.1266  28.6937
O  13.6813  5.4059  27.529
O  16.952  11.9448  30.0353
O  17.5903  14.2362  33.1272
O  21.8359  2.7554  27.4451
O  16.4332  2.9485  27.6461
O  15.7221  4.6838  35.4726
O  22.2465  7.9431  30.4219
O  13.4293  10.7515  27.7056
O  22.9335  14.9631  28.6331
O  19.7484  8.1475  33.3445
O  25.2687  6.0851  28.0198
O  26.6813  11.5129  37.6937
O  6.7943  7.6479  30.2149
O  29.1046  15.2503  33.6419
O  23.5524  3.1768  31.455
O  5.1112  13.2154  27.6071
O  29.9819  5.3942  26.4417
O  27.0257  7.9337  27.4473
O  34.011  15.7549  32.1907
O  5.8476  14.3393  33.7146
O  8.1515  10.8837  27.3089
O  14.8202  12.6138  28.6966
O  17.9434  17.6356  33.2842
O  14.2905  17.9773  33.0323
O  8.0434  2.4519  38.3684
O  4.6229  17.1391  37.6321
O  2.7859  3.4009  30.2432
O  2.6902  7.758  38.4853
O  23.039  8.5517  37.3815
O  5.3508  5.4053  32.9312
O  33.716  5.6688  35.8032
O  15.5199  6.8871  32.5332
O  34.246  9.3771  28.799
O  21.0884  13.9149  30.2546
O  15.2028  6.4114  37.3798
O  7.1185  10.6563  33.6981
O  21.6289  8.7636  35.1778
O  20.6261  5.8259  37.6491
O  18.4737  14.676  37.7024
O  12.5817  15.9755  33.6955
O  29.8425  13.2047  38.3397
O  27.8499  11.7104  32.5389
O  28.3723  2.5917  29.8762
O  34.1025  9.7911  37.5463
O  3.0502  9.5891  33.2367
O  24.5165  2.48  38.3287
O  22.9685  4.5134  37.6337
O  26.328  9.0541  36.7117
O  28.702  11.6817  30.0368
O  31.4349  4.1245  35.8748
O  27.2876  5.1774  38.3031
O  33.312  4.0826  37.7882
O  34.4623  11.2214  35.434
O  34.6698  18.0758  33.2643
O  28.617  5.036  28.5181
O  19.3498  11.2109  27.5065
O  31.4756  14.9832  32.548
O  14.9561  15.4376  32.8152
O  13.4837  5.5824  31.1575
O  30.253  12.9529  33.7787
O  33.0338  9.7651  31.1936
O  29.8565  7.921  38.7403
O  29.8256  17.7311  34.1397
O  6.1178  16.7482  32.7176
O  10.9914  13.0639  30.8203
O  18.0944  3.8653  32.5852
O  3.323  17.2808  31.1185
O  17.1103  9.2609  37.1218
O  30.6691  8.6311  36.2846
O  23.568  4.2852  28.6134
O  23.4403  14.9068  36.9841
O  17.6371  9.6875  31.1858
O  19.7934  17.861  28.4857
O  32.6258  12.0694  33.9518
O  16.7009  10.5869  34.8659
O  33.6008  15.9699  36.0577
O  27.4107  17.9837  33.4522
O  25.7339  12.6692  28.4811
O  24.495  5.1748  32.9801
O  30.4379  10.9109  35.2232
O  14.3364  11.6768  34.4257
O  9.7593  17.1057  37.2639
O  30.146  11.1816  27.8554
O  25.4255  11.3171  33.4235
O  6.9942  3.3828  33.5896
O  17.6313  9.502  28.5567
O  20.4496  15.1526  35.982
O  13.7841  15.9596  30.5557
O  18.7692  2.0738  30.823
O  11.1432  9.5662  37.3649
O  30.4335  4.1497  30.1323
O  26.5411  17.9011  28.4159
O  15.7018  14.191  30.5897
O  7.3359  8.9754  37.5871
O  20.289  13.9699  32.7153
O  12.0868  17.5687  29.5166
O  27.7161  14.4492  28.393
O  11.0869  15.0857  38.0678
O  5.4623  10.5034  38.4967
O  14.8673  9.2319  33.5376
O  31.7627  6.9635  34.7977
O  30.9409  10.6066  32.6572
O  15.13  4.2422  32.6776
O  30.6996  9.9739  30.121
O  26.6322  6.6426  32.3101
O  3.5365  15.115  36.3711
O  34.2335  13.9822  37.6105
O  19.2946  15.0381  28.3516
O  22.6735  9.6876  32.3196
O  2.8195  10.643  30.8517
O  6.9775  10.2048  31.0548
O  22.419  6.3699  35.8856
O  9.6432  11.0728  33.2845
O  24.85  11.0198  35.9602
O  12.2026  3.289  27.9576
O  22.6968  17.2366  32.4354
O  24.5216  13.3881  34.9343
O  33.1412  2.2047  30.4451
O  19.0353  2.4851  38.4433
O  16.9668  13.9096  28.2306
O  21.6569  10.6775  38.1293
O  25.5387  6.6646  37.1613
O  24.7714  5.7896  30.5109
O  22.1164  8.5695  27.489
O  19.1106  17.4252  35.7164
O  20.2067  2.9825  33.7665
O  12.1039  11.3732  32.55
O  33.8731  3.1538  35.3852
O  16.2966  2.2412  31.4541
O  32.3988  17.5892  34.5007
O  8.1377  15.0947  32.7201
O  32.2423  16.0907  30.2602
O  33.5741  5.9998  33.1831
O  13.2772  8.01  38.2011
O  32.6329  15.7872  38.6559
O  14.501  6.9841  34.8977
O  2.6933  18.7557  38.4332
O  5.8048  5.2725  30.1151
O  16.327  16.1701  38.3119
O  11.584  14.1517  28.4757
O  17.6834  5.1373  28.4136
O  20.1392  6.5794  31.1894
O  10.6973  5.2909  38.4808
O  14.5074  16.6895  35.2362
O  8.9685  10.7319  35.7666
O  20.5998  10.6108  33.624
O  14.6032  18.0245  37.5196
O  7.0558  12.6836  32.0498
O  34.4124  13.7844  34.9292
O  16.8912  8.0184  34.6788
O  23.6434  17.1587  30.0064
O  16.0227  5.3658  30.4658
O  17.667  7.3168  29.9803
O  10.293  11.98  37.5312
O  6.4675  9.5113  28.5505
O  15.797  13.7229  35.098
O  21.161  3.9409  35.9377
O  12.1152  4.0348  32.7402
O  16.7946  18.5705  35.4689
O  24.3778  7.7593  32.0916
O  26.5077  17.1471  37.585
O  6.8243  14.7083  28.7718
O  11.3837  3.8005  30.2909
O  26.8324  7.2904  34.8437
O  20.6701  6.7457  28.5999
O  12.3787  16.9097  36.7731
O  8.9161  9.1336  29.6188
O  34.0292  14.1748  28.4767
O  31.0932  5.5679  32.4485
O  13.7612  3.0056  30.9132
O  26.2123  18.1895  31.0863
O  31.6321  6.534  37.4918
O  31.1195  8.1007  31.912
O  16.0049  11.3385  32.4228
O  11.059  4.3016  35.0467
O  28.8974  9.9935  37.4484
O  18.5606  14.2486  30.7417
O  8.0877  8.0852  35.2555
O  18.542  12.0119  32.1172
O  20.1772  12.7188  37.2098
O  11.458  10.8934  35.1584
O  6.0595  14.9492  37.3978
O  9.722  12.3829  28.6151
O  13.1489  13.8684  35.2981
O  24.1462  10.6659  27.5695
O  2.799  5.4699  27.6661
O  22.0414  7.1036  32.8847
O  28.2835  16.4727  35.8069
O  32.9388  13.7089  30.8373
O  33.5178  11.7004  29.4042
O  17.1471  15.9102  35.0857
O  31.7302  17.5886  37.1651
O  22.9244  11.4575  34.2702
O  24.313  8.0188  35.2325
O  28.9859  7.2195  33.1895
O  26.876  13.3973  30.7053
O  15.6724  6.9237  28.3544
O  4.2102  5.8683  37.4826
O  6.7177  3.4306  28.5796
O  3.4581  11.5787  37.4205
O  25.3949  15.1441  29.5174
O  9.0696  7.0133  37.4911
O  19.9631  5.5581  33.5862
O  5.4841  16.408  35.2636
O  4.4862  7.247  31.3501
O  8.8572  7.8638  32.7591
O  25.1766  16.4141  32.6609
O  3.0888  11.1512  27.5786
O  13.2543  13.6093  38.4498
O  4.8974  11.2127  32.3368
O  10.8246  15.2538  35.4866
O  18.4168  13.5465  35.422
O  24.4768  16.6484  27.5582
O  23.5327  15.7303  34.5268
O  3.9012  7.3098  34.0418
O  29.3736  6.4762  30.7011
O  20.2204  16.2633  30.4962
O  25.1421  2.6458  33.4162
O  13.2269  2.6678  35.411
O  10.8497  6.2727  33.16
O  3.505  9.3316  35.8508
O  3.6929  15.9719  33.3587
O  5.2738  2.7564  30.7143
O  18.9572  7.7912  38.2619
O  14.6808  12.2493  36.9473
O  19.051  9.4629  35.4471
O  34.1522  8.0657  34.734
O  29.1038  3.2933  32.3102
O  6.1679  4.1494  37.7599
O  7.7029  3.6079  31.0628
O  20.8334  17.0127  37.705
O  24.7465  13.2604  38.3575
O  27.174  9.209  33.0724
O  22.7833  3.4453  34.0171
O  21.612  17.6671  35.3022
O  30.6007  17.9864  30.9404
O  8.1048  12.9595  34.4039
O  17.1726  4.0191  37.4853
O  19.7953  8.8441  29.9206
O  29.3278  13.7198  31.5154
O  9.5059  3.9434  32.9375
O  18.3275  4.3511  35.1562
O  7.6357  5.8331  34.1055
O  26.0936  3.9093  29.3725
O  5.5137  4.7238  35.3819
O  2.4861  12.1257  33.0311
O  25.8421  15.3589  35.8602
O  21.3962  2.2277  30.4837
O  2.5932  16.2466  27.5681
O  30.8829  15.7746  35.5345
O  8.5096  17.8272  32.5563
O  10.7908  7.8552  30.9477
O  29.6223  6.0086  35.9767
O  13.2186  5.2015  36.1869
O  11.2278  8.9446  33.3027
O  31.28  11.0247  37.6466
O  21.4206  13.213  27.4702
O  29.2803  3.7304  37.404
O  27.7377  14.7504  37.6267
O  7.5808  16.4994  30.5341
O  27.3432  10.9175  35.0968
O  22.9171  14.6811  32.1768
O  13.4024  13.5777  31.7314
O  30.9639  6.337  28.6195
O  22.0423  12.186  31.9337
O  4.1161  17.993  28.6911
O  28.8985  3.7028  34.8378
O  32.6306  3.5015  33.094

Results
total energy: -218731.182 eV
total energy less fixed offsets of O -438.35, Si -107.03 eV per atom: -12.462 eV

Forces (eV/angstrom), in the order of the atoms: element, x, y, z
Si  0.0214  -0.1974  0.7014
Si  -0.0145  0.0942  0.7754
Si  0.3288  -0.1188  0.6979
Si  0.1256  -0.2474  0.7734
Si  -0.1942  0.3969  0.8323
Si  -0.0897  0.1627  0.735
Si  0.2044  -0.2574  0.7894
Si  0.3279  -0.1023  0.8499
Si  -0.3066  0.1384  0.7643
Si  -0.0594  0.2549  0.6335
Si  -0.059  -0.2442  0.6431
Si  0.0827  0.2319  0.7276
Si  -0.1521  0.0844  0.7653
Si  -0.0991  0.1389  0.7338
Si  0.0337  -0.1184  0.7902
Si  -0.0766  0.2924  0.7174
Si  0.3263  -0.3395  0.7013
Si  -0.0686  -0.1979  0.7723
Si  0.0778  -0.0543  0.7071
Si  -0.1663  -0.0372  0.7539
Si  0.0995  0.0076  0.7419
Si  0.1659  0.0154  0.7306
Si  -0.2058  0.0824  0.7704
Si  -0.3443  0.2183  0.7011
Si  0.0368  -0.1195  0.7492
Si  0.1216  -0.2459  0.7148
Si  -0.2021  0.2772  0.7242
Si  -0.471  0.1624  0.522
Si  -0.0371  -0.196  0.7047
Si  0.0463  0.2222  0.6455
Si  -0.4847  0.2939  0.5917
Si  0.0008  0.1017  0.6963
Si  0.2613  -0.2881  0.658
Si  -0.2666  0.1108  0.743
Si  0.1863  -0.0391  0.5942
Si  0.328  -0.1443  0.6895
Si  0.0135  0.006  -0.0363
Si  0.0018  -0.0262  -0.0392
Si  0.0019  0.0028  -0.0402
Si  0.0177  0.0547  -0.0409
Si  0.0267  -0.0312  -0.0612
Si  -0.0076  0.0064  -0.055
Si  -0.0325  -0.0292  -0.0744
Si  -0.0238  0.0104  -0.0807
Si  0.0337  -0.0206  -0.0255
Si  0  -0.0254  -0.0556
Si  -0.0323  -0.0065  -0.0135
Si  0.0052  0.0143  -0.0549
Si  -0.0091  0.014  -0.0762
Si  -0.008  -0.0123  -0.0205
Si  0.0099  -0.0223  -0.0364
Si  0.0093  -0.0368  -0.044
Si  -0.0447  -0.016  -0.0603
Si  0  0.0084  -0.0347
Si  0.0652  0.0168  -0.014
Si  0.014  0.028  -0.0292
Si  0.0092  -0.0373  -0.0292
Si  -0.011  -0.022  -0.055
Si  0.0514  0.026  -0.032
Si  0.0043  0.0154  -0.0462
Si  0.0106  0.0176  -0.0703
Si  -0.0213  0.005  -0.0492
Si  0.0227  0.0081  -0.048
Si  0.0248  0.0045  0.0049
Si  -0.0005  -0.0071  -0.0256
Si  0.0277  0.0108  -0.0306
Si  -0.052  -0.0066  -0.0509
Si  -0.0049  -0.0022  -0.036
Si  0.0573  0.0096  -0.025
Si  0.0239  0.001  -0.07
Si  -0.0474  -0.0543  -0.0421
Si  -0.0087  0.0345  -0.0377
Si  -0.0104  0.009  0.0344
Si  0.0013  0.0067  0.0125
Si  0.0286  -0.0089  0.0208
Si  -0.0347  -0.0169  0.038
Si  0.0194  -0.0127  -0.0141
Si  0.0317  -0.0352  0.0252
Si  0.0322  0.016  0.0359
Si  -0.0082  -0.0348  0.0366
Si  -0.0213  -0.0084  -0.0019
Si  0.059  -0.0299  0.0296
Si  -0.0397  0.0572  0.0394
Si  -0.0147  -0.0016  0.0083
Si  -0.0066  0.0082  -0.0079
Si  0.0051  0.0341  0.0159
Si  -0.047  -0.0006  0.0188
Si  0.0187  0.0167  -0.0168
Si  0.0126  -0.0042  0.0296
Si  -0.0002  0.0089  0.0489
Si  -0.0386  -0.0367  0.0176
Si  -0.0185  -0.0126  -0.0221
Si  -0.0235  0.0174  0.0306
Si  -0.0315  0.0152  0.028
Si  0.0121  -0.0192  -0.0095
Si  0.0292  0.0236  0.023
Si  0.0151  0.0181  0.0202
Si  -0.006  0.0046  0.0355
Si  0.0191  0.0414  -0.0095
Si  -0.0274  -0.0089  0.0552
Si  -0.0317  0.003  0.0164
Si  -0.0032  -0.0371  -0.0185
Si  0.0238  0.013  0.0074
Si  0.0045  0.0316  0.0219
Si  0.0051  -0.0066  0.0492
Si  -0.0013  0.0124  -0.0102
Si  0.0085  0.033  0.0322
Si  0.0073  0.0046  0.0261
Si  -0.0073  -0.0288  -0.021
Si  -0.0226  0.0063  -0.0121
Si  0.0027  0.0041  -0.0186
Si  0.0234  -0.0123  -0.0222
Si  0.0035  -0.0013  -0.0114
Si  0.0085  0.0183  -0.0058
Si  -0.0226  0.0161  -0.0347
Si  0.0152  0.0092  -0.0241
Si  0.0021  -0.0157  -0.011
Si  0.0134  0.0172  -0.0015
Si  -0.0097  -0.0088  -0.0341
Si  -0.0228  0.002  -0.0125
Si  0.0175  0.0087  -0.0004
Si  0.0113  -0.0148  0.012
Si  0.0228  -0.0116  -0.0497
Si  -0.0206  -0.0058  0.0004
Si  0.001  0.0402  -0.0235
Si  -0.0163  0.012  -0.0065
Si  -0.0157  0.0037  0.0119
Si  -0.0041  0.0021  0.0009
Si  0.0192  0.0208  -0.0235
Si  0.0144  -0.0283  -0.0335
Si  -0.018  -0.0125  -0.0138
Si  0.0052  0.0355  -0.0115
Si  0  -0.0081  -0.0336
Si  -0.0101  0.0075  -0.0188
Si  0.0016  -0.0232  0.0159
Si  -0.0133  -0.0262  0.0048
Si  -0.005  -0.0359  -0.0268
Si  0.0168  0.0056  -0.0069
Si  -0.0158  0.0005  0.008
Si  -0.0266  0.0302  -0.0174
Si  -0.0228  -0.0255  -0.017
Si  -0.0032  -0.0176  0.0113
Si  0.0354  0.0252  -0.0351
Si  -0.0005  -0.0265  -0.029
Si  0.0042  0.0257  0.0122
Si  -0.001  -0.0016  0.0091
Si  0.0148  0.0369  0.0232
Si  -0.0119  -0.0124  0.0039
Si  -0.0205  -0.0109  0.0044
Si  0.0017  -0.0131  -0.0111
Si  0.0078  -0.0072  -0.0064
Si  -0.0104  -0.0087  0.0085
Si  -0.0103  0.0027  0.0117
Si  -0.0104  -0.0078  0.0112
Si  0.0063  0.0026  -0.0093
Si  -0.0148  0.0036  0.0064
Si  -0.0019  -0.0159  0.0349
Si  -0.0002  -0.0057  0.009
Si  -0.0001  0.0186  0.0009
Si  0.0245  -0.0037  0.0156
Si  0.0055  0.0099  0.0084
Si  0.0048  -0.025  0.0077
Si  -0.0138  0.0161  0.002
Si  0.0207  -0.0144  0.0073
Si  0.0145  -0.029  -0.0004
Si  -0.0027  0.008  -0.006
Si  0.0031  -0.0112  0.0033
Si  -0.0008  -0.0092  -0.009
Si  -0.0044  0.0111  0.006
Si  -0.0042  0.0028  0.0137
Si  -0.0183  -0.0094  0.0174
Si  -0.0071  -0.0033  -0.0167
Si  0.003  0.001  -0.021
Si  0.0096  0.0056  0.0039
Si  -0.0127  0.009  0.0141
Si  -0.0322  0.0027  0.0033
Si  0.0186  0.0344  0.0202
Si  -0.0247  0.0001  0.0145
Si  0.0539  0.004  0.0093
Si  -0.0148  -0.0168  -0.0021
Si  -0.0311  -0.016  0.0049
Si  0.0063  -0.0054  0.0083
Si  0.0082  0  0.0504
Si  0.0449  -0.0093  0.0024
Si  0.0039  0.0042  0.014
Si  0.0026  0.0388  0.0266
Si  -0.005  0.0058  0.0099
Si  0.008  -0.0129  -0.0146
Si  -0.0014  0.011  0.0234
Si  -0.0018  0.0063  0.0157
Si  -0.0153  -0.0191  -0.0053
Si  -0.0251  0.0026  0.0337
Si  0.0435  0.0132  -0.0027
Si  0.0366  -0.0042  -0.0222
Si  -0.0106  -0.0141  0.0025
Si  -0.0191  -0.0081  0.0185
Si  0.042  -0.0024  0.0578
Si  -0.0217  0.0362  0.0014
Si  -0.0102  0.0358  -0.0068
Si  0.0312  0.0053  0.0671
Si  -0.0085  0.0033  -0.0033
Si  0.0053  0.0116  0.0144
Si  -0.0005  -0.0004  0.0279
Si  -0.0076  0.0036  0.0122
Si  -0.0291  0.0145  0.0244
Si  0.0202  -0.0115  -0.0241
Si  0.0159  0.0186  -0.0156
Si  -0.062  0.0149  0.0279
Si  -0.0098  -0.0427  -0.0062
Si  0.0082  0.0107  -0.0043
Si  0.0025  -0.011  0.0189
Si  0.0394  -0.0622  0.0362
Si  0.0066  -0.0587  -0.0285
Si  -0.0119  0.0135  0.0053
Si  0.0015  -0.0245  0.0267
Si  -0.0047  0.0154  -0.003
Si  -0.0089  -0.024  0.0084
Si  0.0115  -0.0048  -0.0214
Si  0.0378  0.0036  -0.0611
Si  -0.0233  -0.0166  -0.0448
Si  -0.0494  0.0109  -0.031
Si  0.0348  0.0228  -0.0446
Si  -0.0676  -0.0009  -0.0218
Si  0.001  0.0014  -0.0114
Si  -0.0225  0.0069  -0.0079
Si  0.0066  -0.0119  -0.0367
Si  0.0481  0.0024  -0.0456
Si  0.0545  -0.0329  -0.0055
Si  -0.0192  0.0071  -0.0015
Si  -0.012  0.0029  -0.0408
Si  0.0179  0.0028  -0.0043
Si  -0.0117  0.0094  -0.0086
Si  -0.0493  0.0223  -0.0334
Si  0.0681  0.0071  0.0037
Si  -0.0089  -0.0213  0.0286
Si  0.0554  -0.0021  -0.0213
Si  0.0342  0.0568  0.0129
Si  -0.0404  -0.0275  -0.0545
Si  0.0086  -0.0449  -0.06
Si  0.0184  0.0208  -0.0283
Si  -0.0213  0.0153  -0.0541
Si  -0.0417  -0.0229  -0.0545
Si  -0.0136  -0.0068  -0.0479
Si  0.0412  0.034  -0.0381
Si  0.0287  0.0283  -0.0314
Si  -0.0285  -0.0423  -0.0163
Si  0.0062  -0.0127  -0.0046
Si  -0.0762  0.0824  0.0342
Si  0.0501  0.0305  0.0066
Si  0.0219  0.0031  -0.0177
Si  -0.0383  -0.0287  0.0006
Si  0.0314  -0.0139  -0.0283
Si  0.0714  0.0108  -0.0071
Si  0.0033  0.0218  0.0343
Si  -0.0438  -0.0112  0.0222
Si  -0.0106  -0.043  0.0812
Si  -0.0378  -0.0325  0.0931
Si  0.0098  0.0233  0.0079
Si  0.0342  0.0194  0.082
Si  -0.0232  -0.0162  0.067
Si  0.0302  0.0019  0.0562
Si  -0.0008  0.0108  0.0387
Si  0.0337  0.0055  0.0392
Si  0.0159  0.0647  0.0157
Si  -0.0619  0.0146  0.0452
Si  0.0427  -0.0561  -0.0385
Si  -0.0136  -0.013  0.0001
Si  0.0072  0.0404  0.0543
Si  0.0293  0.0103  0.0526
Si  0.0672  0.0096  0.0268
Si  -0.0105  -0.0749  0.0432
Si  -0.0622  0.0302  0.0432
Si  -0.0157  0.008  0.0309
Si  -0.0146  -0.0322  0.0754
Si  -0.0843  -0.0041  0.0342
Si  0.0038  0.0295  0.0434
Si  0.084  0.1287  0.0655
Si  -0.0305  -0.0194  0.0741
Si  -0.0458  -0.0756  0.0519
Si  0.0104  -0.0146  0.0372
Si  0.0267  -0.0026  0.0281
Si  0.0262  0.065  0.059
Si  0.0522  -0.0169  0.0681
Si  -0.023  0.0669  -0.0227
Si  -0.0076  0.0204  0.0728
Si  -0.0027  0.0509  0.0607
Si  0.021  0.022  0.0449
Si  -0.0285  0.0187  0.0616
Si  -0.3083  -0.0815  -0.7328
Si  0.2643  0.1002  -0.7447
Si  -0.044  -0.1404  -0.7436
Si  0.203  0.1602  -0.6844
Si  -0.2268  -0.1384  -0.7318
Si  -0.0102  0.0514  -0.5522
Si  0.1868  0.3  -0.8343
Si  0.2565  0.023  -0.6629
Si  -0.2481  -0.0609  -0.6825
Si  0.08  0.2057  -0.7368
Si  -0.1951  -0.3736  -0.6571
Si  0.2683  0.3705  -0.6733
Si  -0.1984  -0.0272  -0.705
Si  -0.1063  -0.3196  -0.7572
Si  -0.1333  0.1249  -0.7339
Si  0.0341  0.2162  -0.7352
Si  -0.179  -0.2376  -0.721
Si  0.2844  0.0666  -0.7534
Si  -0.1237  0.2967  -0.6815
Si  -0.072  -0.2176  -0.7034
Si  0.2688  0.1059  -0.7192
Si  -0.1904  -0.0919  -0.7705
Si  -0.0628  -0.1263  -0.8047
Si  0.0188  -0.0198  -0.5767
Si  0.2086  0.1711  -0.802
Si  0.1284  0.2507  -0.6769
Si  0.2091  0.2981  -0.7862
Si  -0.0744  -0.0193  -0.7335
Si  0.0625  0.0441  -0.513
Si  0.1425  0.065  -0.7567
Si  -0.1211  -0.1502  -0.6784
Si  0.0386  0.0178  -0.7076
Si  -0.4646  -0.6541  -0.2336
Si  0.4077  0.6112  -0.3235
Si  0.229  0.3774  -0.8231
Si  0.2842  0.0607  -0.6893
Si  0.021  0.0619  0.0125
Si  0.0865  -0.0244  -0.1097
Si  0.1267  0.0067  0.0949
Si  -0.0787  0.0442  -0.1328
Si  0.0236  0.0278  -0.0168
Si  0.0115  0.0245  0.1619
Si  -0.0132  0.0442  0.0486
Si  0.0581  0.0706  -0.074
Si  -0.1591  -0.0198  0.0553
Si  -0.0384  0.0139  -0.0304
Si  -0.0322  -0.0139  0.0657
Si  0.0207  0.0619  0.0142
Si  -0.0577  -0.0278  -0.0318
Si  -0.1027  -0.019  -0.081
Si  -0.0561  -0.0683  0.0582
Si  -0.0597  0.1117  0.0115
Si  0.0236  -0.0827  0.0219
Si  -0.0402  0.0633  -0.0981
Si  0.0439  -0.0246  0.1058
Si  0.0945  0.0312  -0.1556
Si  0.0223  0.0062  -0.0553
Si  0.0552  -0.1339  -0.0206
Si  0.0672  0.0064  -0.0234
Si  -0.0173  0.0249  -0.033
Si  -0.0236  -0.0685  0.0205
Si  -0.046  0.0346  0.1169
Si  -0.0172  -0.0878  -0.1895
Si  0.0461  -0.0991  0.1475
Si  -0.0321  -0.1182  0.1054
Si  0.0087  -0.0976  0.0966
Si  -0.0403  0.0522  -0.265
Si  -0.175  -0.0476  0.0595
Si  -0.0311  0.0357  -0.1147
Si  -0.1358  -0.0362  0.064
Si  0.0399  -0.0269  0.2211
Si  -0.0259  0.001  -0.0427
Si  -0.0871  -0.0992  0.0393
Si  0.0869  0.0068  0.0006
Si  -0.0253  -0.1023  -0.0294
Si  -0.0622  0.0093  -0.0694
Si  -0.0162  0.1342  -0.079
Si  -0.0286  -0.0086  -0.1145
Si  0.0846  -0.0816  0.0483
Si  -0.0788  -0.0852  -0.0602
Si  0.0794  -0.1054  0.0749
Si  -0.073  0.0544  0.0092
Si  0.0193  -0.0664  0.1661
Si  -0.0345  -0.0067  0.0084
Si  0.1402  -0.0408  0.0819
Si  -0.0077  -0.1262  -0.048
Si  -0.0111  -0.0487  0.0286
Si  0.0234  -0.1937  0.0723
Si  0.1166  0.0402  0.2382
Si  -0.1505  0.1283  -0.0039
Si  -0.0218  0.0122  -0.0582
Si  0.0991  -0.0719  0.0948
Si  -0.0908  -0.0166  -0.2523
Si  0.0695  -0.0509  -0.071
Si  -0.0107  0.0126  -0.0778
Si  -0.0359  -0.0814  0.2325
Si  0.002  0.0655  0.0667
Si  0.1232  -0.0798  -0.1108
Si  0.1023  0.0291  0.204
Si  0.18  -0.1465  0.1103
Si  0.0724  -0.0441  0.0633
Si  0.0754  -0.1113  -0.0342
Si  -0.1734  0.0136  0.043
Si  0.0479  -0.0168  -0.0508
Si  -0.0313  -0.0417  -0.2962
Si  -0.0193  0.0242  -0.0664
Si  0.1281  0.0911  -0.0595
Si  0.1129  0.0493  -0.014
Si  0.02  -0.0978  0.1156
Si  0.1137  0.0715  0.0701
Si  -0.0972  -0.047  -0.0606
Si  0.056  -0.0022  -0.1088
Si  0.0312  0.0564  0.0075
Si  0.0137  0.1147  -0.0803
Si  -0.0245  -0.0351  -0.0774
Si  0.1057  -0.0685  0.0613
Si  -0.0519  0.0851  0.0039
Si  -0.0655  0.0977  -0.2036
Si  0.0487  0.003  0.0418
Si  -0.0272  -0.0155  -0.0218
Si  0.0349  0.0668  0.0835
Si  0.0583  -0.0236  -0.1244
Si  -0.1646  0.0943  -0.0115
Si  0.1557  0.0624  0.0004
Si  -0.1192  0.0028  0.2117
Si  0.0215  0.2457  0.0603
Si  -0.0396  -0.141  0.039
Si  -0.0069  0.1019  -0.2416
Si  -0.1064  -0.1184  0.0238
Si  -0.1516  -0.0524  -0.0764
Si  0.1547  0.017  0.0669
Si  0.0749  -0.1364  -0.0983
Si  0.1834  0.0286  -0.0651
Si  -0.0065  0.0563  0.0659
Si  0.0548  -0.0574  -0.107
Si  -0.0462  -0.0354  0.0209
Si  -0.0045  -0.0757  -0.0568
Si  -0.063  0.0959  0.2322
Si  0.0152  0.0228  -0.0046
Si  -0.0665  0.0331  0.0833
Si  -0.1216  0.0059  0.1736
Si  0.0526  0.0104  -0.0175
Si  0.0092  0.1468  0.0187
Si  0.0597  0.0271  0.0526
Si  -0.0026  -0.0084  -0.0055
Si  0.0105  -0.0115  0.013
Si  0.0055  0.006  0.0088
Si  -0.011  -0.0028  0.0076
Si  0.0007  0.0053  -0.0301
Si  0.0014  0.0025  0.0063
Si  0.0045  0.0054  -0.0169
Si  0.0063  0.0078  0.0075
Si  -0.0183  -0.011  -0.011
Si  -0.0061  -0.0205  0.0038
Si  -0.0155  -0.0054  -0.0171
Si  0.0176  -0.0051  -0.0043
Si  -0.0129  0.0019  -0.0103
Si  0.0117  0.0047  0.0015
Si  -0.0255  -0.0104  0.0085
Si  -0.0221  -0.0156  0.0004
Si  0.002  -0.0256  -0.0125
Si  0.0175  -0.0139  -0.0124
Si  -0.0038  -0.0108  -0.0064
Si  0.0014  -0.012  -0.0159
Si  -0.0072  0.0112  -0.0183
Si  0.0107  0.0119  -0.0194
Si  -0.0089  0.0124  -0.0175
Si  -0.0079  -0.0017  -0.0132
Si  -0.0032  -0.0014  -0.003
Si  0.0352  0.0054  -0.0155
Si  0.0037  0.0246  -0.0141
Si  0.0027  0.0035  -0.0105
Si  -0.0068  0.0088  0.0006
Si  -0.0113  0.0097  0.0086
Si  -0.0136  0.0012  -0.0167
Si  0.0257  0.0123  -0.0144
Si  -0.0011  0.0006  -0.0109
Si  0.005  -0.0141  -0.0002
Si  0.0175  0.0204  -0.0026
Si  -0.0094  0.0013  -0.0079
Si  -0.0027  0.0046  -0.0083
Si  0.002  0.0046  -0.0127
Si  -0.0126  0.0087  -0.0035
Si  -0.0024  -0.0148  -0.0096
Si  0.0072  0.0076  0.0011
Si  -0.0035  -0.0054  -0.0042
Si  -0.008  0.0072  -0.0081
Si  -0.0221  0.0126  -0.0026
Si  0.0234  -0.0132  -0.004
Si  0.0118  -0.0034  0.0035
Si  -0.0023  0.0187  -0.0049
Si  -0.0025  0.0147  -0.005
Si  0.0118  -0.0003  -0.0055
Si  -0.0167  -0.0052  -0.0004
Si  0.0072  0.0098  -0.001
Si  0.0011  0.0009  -0.0029
Si  -0.0017  0.0021  0.0001
Si  0.0092  0.0024  -0.0012
Si  0.0013  -0.007  -0.0069
Si  0.0194  -0.0069  0.0081
Si  -0.0099  0.0071  0.0011
Si  -0.0043  0.013  -0.0044
Si  0.0003  0.0035  -0.0002
Si  0.0064  -0.0039  -0.0041
Si  -0.011  0.0045  0.0003
Si  0.0022  -0.008  0.0014
Si  0.013  -0.0157  0.0108
Si  -0.016  0.0012  -0.0092
Si  0.0031  -0.0082  -0.009
Si  0.0023  0.0006  0.0025
Si  -0.0025  -0.0065  0.001
Si  0.0024  0.006  -0.0004
Si  0.0066  -0.0044  -0.0029
Si  -0.0013  -0.0092  -0.0041
Si  0.0018  -0.0074  0.0045
Si  -0.01  -0.0011  -0.0064
Si  -0.0148  -0.0163  0.01
Si  -0.0023  -0.0057  0.0026
Si  0.0186  0.0099  0.0086
Si  -0.0073  -0.0129  0.0024
Si  -0.0079  -0.0163  0.009
Si  0.0075  0.0089  0.0049
Si  0.011  0.0091  0.0106
Si  -0.0125  -0.0193  0.0147
Si  0.0044  0.0161  0.0038
Si  -0.0038  0.0016  -0.0025
Si  0.0046  0.0011  0.0034
Si  -0.0097  -0.0179  0.0065
Si  0.0044  0.0093  -0.0043
Si  0.021  0.0162  0.0038
Si  -0.0063  -0.0085  0.0115
Si  -0.0056  -0.0025  0.0169
Si  0.006  0.0127  -0.0036
Si  -0.0133  -0.0119  -0.0099
Si  -0.0054  0.0031  -0.0105
Si  -0.0095  -0.0059  -0.0106
Si  0.0025  -0.0013  0.0037
Si  -0.0048  -0.0238  0.0059
Si  -0.0073  0.0036  0.0113
Si  -0.0003  0.0139  0.0042
Si  -0.0011  -0.0019  0.0005
Si  -0.019  -0.0076  -0.0032
Si  0.0076  0.012  -0.002
Si  0.0106  0.0099  -0.0029
Si  -0.0044  -0.002  0.0027
Si  0.0142  0.0061  0.009
Si  -0.0041  0.0105  0.0016
Si  -0.0054  -0.0112  0.0018
Si  -0.0047  -0.0069  -0.0111
Si  -0.0012  0.0127  0.0061
Si  0.013  0.0092  0.001
Si  0.0109  0.0037  -0.0029
Si  0.0021  0.0056  0.0067
Si  0.0026  0.0004  -0.0006
Si  -0.0081  0.0094  -0.0048
Si  -0.0018  -0.0078  0.0085
Si  -0.0045  0.0039  0.0101
Si  0.0019  0.0021  -0.0018
Si  -0.0099  0.0017  -0.0017
Si  0.0024  0.007  0.0057
Si  0.0016  -0.0035  -0.0008
Si  0.0064  -0.0108  0.0068
Si  0.0041  0.0058  -0.0003
Si  -0.0037  0.005  0.0055
Si  -0.0009  0.0036  -0.0004
Si  0.0037  -0.0094  -0.0017
Si  -0.0054  0.0084  -0.0006
Si  0.0075  -0.0079  0.0028
Si  -0.0049  -0.0021  -0.0032
Si  -0.0001  0.0071  0.005
Si  0.0036  -0.0031  0.0013
Si  0.0031  0.0047  0.0077
Si  -0.0069  -0.002  0.0062
Si  -0.0073  0.0164  0.0067
Si  0.0053  0.0026  0.0063
Si  -0.004  -0.0061  -0.0016
Si  0.008  -0.0067  0.0022
Si  0.0093  -0.0031  0.0127
Si  0.0044  -0.0016  0.0073
Si  -0.0049  0.0029  0.0051
Si  -0.0003  0.0088  -0.0032
Si  -0.0026  -0.0063  -0.0004
Si  -0.0049  -0.0003  0.0106
Si  0.0107  -0.0082  0.0044
Si  0.0003  -0.0028  -0.001
Si  0.0069  -0.005  0.0052
Si  -0.0066  -0.01  0.0044
Si  -0.0111  -0.0016  0.0085
Si  -0.0064  -0.0033  0.0003
Si  0.0057  -0.0002  0.0039
Si  -0.0015  0.0002  0.0031
Si  -0.0064  0.0027  0.0049
Si  0.0035  0.0037  0.0037
Si  -0.0018  -0.0057  -0.0005
Si  0.0046  -0.0007  0.0073
Si  -0.0138  -0.0031  0.0059
Si  0.0063  -0.008  0.008
Si  0.0068  0.0019  0.0086
Si  -0.0039  0  -0.0031
Si  -0.0001  0.0083  -0.0014
Si  0.0045  -0.0009  -0.0002
Si  -0.0039  0.0024  -0.0027
Si  -0.0056  0.0042  0.0006
Si  0.0075  0.0028  0.0077
Si  0.0023  -0.0006  0.0036
Si  -0.0007  -0.0085  0.0026
Si  0.0062  0.0003  -0.0039
Si  0.0008  -0.0016  -0.0061
Si  -0.0057  0.0012  -0.0054
Si  -0.0102  -0.0025  -0.006
Si  -0.0025  -0.0085  0.0091
Si  0.0033  0.0011  0.0007
Si  0.001  0.0064  0.0054
Si  -0.0036  0.0016  0.0012
Si  0.0033  -0.0069  -0.007
Si  -0.002  -0.0001  -0.004
Si  0.0018  0.0012  -0.0029
Si  0.0094  0.0085  0.0012
Si  0.003  0.0068  0.0004
Si  -0.0004  0.0013  0.0052
Si  0.0015  -0.0043  -0.0046
Si  -0.0027  -0.0067  0.0028
Si  -0.0012  0.0046  -0.0009
Si  0.0012  -0.0029  -0.0001
Si  -0.004  0.004  0.0022
Si  -0.0051  0.0103  0.0012
Si  0.0055  0.0004  -0.001
Si  0.0099  -0.0011  0.0015
Si  0.0019  0.0032  -0.0009
Si  -0.0088  0.0036  -0.0057
Si  0.003  -0.0013  -0.0013
Si  0.0074  -0.0015  -0.0016
Si  -0.0023  0.0087  -0.0003
Si  -0.0072  -0.0021  -0.0003
Si  0.002  -0.0064  -0.0032
Si  -0.0036  0.0004  0
Si  0.0024  0.0002  -0.0009
Si  0.0075  -0.0038  0.0017
Si  0.0058  -0.0013  -0.0031
Si  -0.0046  0.005  0.0022
Si  -0.001  0.0051  0.001
Si  -0.0021  0.0059  -0.0018
Si  -0.0035  0.0006  -0.0014
Si  0.0017  0.0021  0.004
Si  0.0086  -0.0042  0.0031
Si  0.0063  0.0029  0.0032
Si  0.0008  0.0055  -0.0008
Si  -0.005  -0.007  -0.0011
Si  0.0082  -0.006  0.0061
Si  -0.0013  0.0008  0.0014
Si  -0.0014  0.003  0.0009
Si  -0.0035  -0.0101  -0.0004
Si  -0.0098  -0.0047  -0.0005
Si  0.0013  -0.0046  0.0065
Si  -0.0022  0.0006  0.0064
Si  -0.0013  -0.0074  0.0016
Si  0.0022  -0.0042  0.0012
Si  -0.0006  0.003  -0.0002
Si  -0.0007  0.0022  0.0074
Si  0.0027  -0.0011  0.0041
Si  0.0011  0.0039  0.0029
Si  -0.0019  -0.0005  0.0047
Si  -0.0062  -0.0016  -0.0024
Si  -0.0033  -0.0012  -0.0024
Si  0.0002  -0.0043  0.0014
Si  0.0064  -0.0062  0.0033
Si  0.0044  -0.005  0.0003
Si  -0.0025  -0.0022  0.0028
Si  -0.0031  -0.0064  0.0034
Si  0.0006  0.0003  -0.0007
Si  0.0013  0.0046  0.0011
Si  -0.0041  -0.0007  -0.0004
Si  -0.0016  0.0002  0.0029
Si  -0.0083  0.0015  0.0009
Si  0.0012  0.0022  0.0005
Si  0.0082  -0.0079  0.0012
Si  0.0047  0.0012  -0.0014
Si  -0.001  -0.0023  0.0012
Si  0.0015  0.0032  -0.0001
Si  -0.0011  -0.0016  0.0001
Si  -0.005  0.0027  -0.0027
Si  -0.0059  -0.0018  -0.0021
Si  0.0049  -0.0057  0.0015
Si  0.0058  -0.0016  -0.0011
Si  0.0021  0.0002  -0.0051
Si  0.0019  -0.0057  -0.0056
Si  -0.004  -0.0006  -0.0026
Si  0.0037  0.0035  -0.0034
Si  0.0079  0.0065  0
Si  -0.0038  0.0065  0.001
Si  -0.0028  0.0055  0.0016
Si  0.0018  0.004  0.0035
Si  -0.0005  0.0004  0
Si  0.0042  -0.0007  -0.0065
Si  -0.0026  0.0026  -0.0017
Si  -0.0009  0.0009  0.0038
Si  0.0041  0.0003  0
Si  -0.0008  0.0013  -0.0018
Si  -0.001  -0.0019  -0.0021
Si  0.0088  0.0043  -0.0001
Si  -0.0004  0.0033  0.0009
Si  -0.0025  -0.004  -0.0007
Si  -0.0044  0.0088  0.0011
Si  -0.0041  0.0039  -0.0021
Si  0.0039  0.0038  -0.0023
Si  0.0004  0.003  -0.0049
Si  -0.0034  -0.0046  -0.0002
Si  0.0008  -0.0029  -0.0018
Si  0.0018  -0.0058  -0.0036
Si  0.0031  0.0025  0.0011
Si  0.0065  0.0041  -0.0021
Si  -0.0054  0.0013  -0.0029
Si  -0.0068  -0.0043  -0.0028
Si  0.0037  0.0036  -0.0033
Si  0.0039  0.0015  -0.0036
Si  -0.0029  -0.0016  -0.0007
Si  0.0062  -0.0049  0.0019
Si  0.0087  0.0011  0.0014
Si  -0.0114  0.0096  -0.0021
Si  0.0038  0.0041  -0.0028
Si  -0.0096  -0.0013  -0.0026
Si  0.0041  0.0074  -0.0034
Si  0.0119  -0.0006  0.0002
Si  -0.0038  -0.0057  0.0023
Si  0.0035  0.002  0.001
Si  -0.0004  -0.0103  0.0017
Si  0.0031  -0.0008  -0.0013
Si  -0.0013  -0.0035  0.0002
Si  -0.0062  -0.0009  0.0009
Si  -0.0001  0.0003  -0.0002
Si  -0.0023  -0.0071  0.004
Si  0.0007  -0.0033  0.0011
Si  -0.0068  0.0077  0.0079
Si  0.0088  -0.0073  -0.0005
Si  0.0021  0.0012  0.0024
Si  -0.0087  -0.0085  -0.0072
Si  -0.0001  -0.0041  -0.0083
Si  -0.0007  0.0083  0.0015
Si  0.0011  -0.0138  -0.0012
Si  0.0027  0.0016  0.0001
Si  -0.0081  0.0077  -0.0042
Si  -0.0088  -0.0092  0.0066
Si  0.0051  -0.0012  0.0085
Si  -0.0005  0.0012  -0.0004
Si  -0.0048  -0.0025  -0.0029
Si  -0.0013  0.0016  0.0094
Si  0.0031  -0.0017  0.0015
Si  -0.0064  0.0019  0.0014
Si  0.0027  -0.0011  0
Si  0.0075  -0.0075  -0.0063
Si  -0.0005  0.0008  0.0083
Si  0.0105  0.0003  -0.0024
Si  0.0013  0.0026  0.0013
Si  -0.0055  0.0033  -0.0069
Si  0.0034  -0.0002  -0.007
Si  -0.0057  -0.002  -0.002
Si  0.0062  -0.0008  -0.0078
Si  -0.0055  0.0057  -0.004
Si  -0.0002  -0.0091  -0.0116
Si  0.0067  0.0014  0.0048
Si  0.0091  0.0005  0.0051
Si  -0.0024  0.011  -0.0085
Si  -0.0048  0.0026  -0.0027
Si  -0.007  0.0073  0.0084
Si  0.004  0.0086  0.0066
Si  0.0019  -0.0052  -0.0046
Si  -0.0041  0.0034  -0.0029
Si  0.0065  -0.0051  -0.0046
Si  0.0084  0.0068  0.0014
Si  0.0009  0.0019  -0.0066
Si  0.0087  0.0086  -0.0069
Si  -0.009  -0.0043  0.0001
Si  -0.0025  -0.0106  0.0026
Si  -0.0062  -0.0087  -0.0029
Si  -0.0009  0.0106  0.0045
Si  -0.0024  0.0011  -0.0058
Si  -0.0021  -0.0088  -0.0095
Si  0.0068  0.0185  -0.0016
Si  0.0004  0.0041  0.0006
Si  0.002  -0.0006  -0.0089
Si  -0.007  -0.0139  -0.0055
Si  0.0052  0.0115  -0.0064
Si  -0.003  -0.0005  -0.0012
Si  0.0014  -0.0058  0.0034
Si  0.0003  0.0116  -0.0148
Si  -0.0122  -0.0134  -0.0125
Si  0.0075  0.0038  -0.0014
Si  0.0039  0.0159  -0.0152
Si  0.0006  -0.01  -0.0036
Si  -0.0058  -0.0098  0.0099
Si  0.0118  0.01  0.0027
Si  0.0081  0.0014  0.0026
Si  0.0024  0.0026  -0.0033
Si  -0.0069  -0.0091  -0.0026
Si  -0.0096  -0.0067  0
Si  0.0023  0.0015  -0.0029
Si  0.0049  0.0031  0.0093
Si  0.0003  -0.0038  -0.0065
Si  -0.001  -0.0084  -0.0014
Si  0.0106  0.0081  -0.0061
Si  0.0052  0.0068  -0.0056
Si  -0.0094  -0.0034  -0.001
Si  -0.0023  0.0023  -0.005
Si  -0.0058  -0.0089  0.0006
Si  -0.0113  -0.0011  0.01
Si  -0.0046  0.0081  -0.0135
Si  0.0161  -0.0128  -0.0095
Si  -0.0033  0.0158  -0.0009
Si  -0.0105  0.0154  -0.0054
Si  0.0026  -0.0053  0.0043
Si  -0.0078  0.0054  -0.0018
Si  -0.014  0.0149  -0.0055
Si  0.0118  -0.0093  -0.001
Si  -0.01  -0.0117  0.0136
Si  0.0001  0.0033  0.0027
Si  0.0233  -0.0326  -0.0022
Si  -0.0021  0.0088  0.0065
Si  0.0061  -0.0026  0.0082
Si  0.0081  -0.0153  0.0055
Si  -0.0136  0.0089  -0.0098
Si  -0.0014  -0.0045  -0.0096
Si  0.0136  0.0162  -0.0005
Si  -0.0059  -0.0002  0.0134
Si  0.0193  -0.0275  -0.0213
Si  0.01  -0.0001  -0.0046
Si  -0.0057  0.0165  -0.0052
Si  -0.001  0.0035  -0.0039
Si  -0.0087  -0.0052  0.0097
Si  -0.0073  0.0115  -0.0085
Si  0.001  0.0127  0.0122
Si  0.0177  0.0063  0.0003
Si  -0.0003  -0.017  0.0013
Si  -0.0017  -0.0027  0.0009
Si  0.0068  -0.0001  -0.0132
Si  0.0022  -0.0018  0.0059
Si  -0.0143  0.0044  0.0018
Si  -0.0067  -0.0046  0.0005
Si  0.014  0.0036  -0.0113
Si  -0.0011  0.0033  -0.0199
Si  -0.0088  0.0115  -0.0011
Si  0.0082  -0.0052  -0.0072
Si  0.0185  -0.0042  0.004
Si  -0.0068  0.0055  -0.0022
Si  -0.0017  -0.0014  0.0062
Si  -0.0053  -0.0112  0.0036
Si  -0.0048  0.0031  0.0082
Si  -0.0035  -0.0063  0.0006
Si  0.0074  0.0108  -0.0006
Si  -0.0126  -0.0007  0.0015
Si  -0.0072  0.0128  0.0001
Si  0.0041  -0.0038  0.0054
Si  -0.003  -0.0057  0.0029
Si  -0.004  0.018  0.0073
Si  -0.0109  0.0009  0.0002
Si  0.0044  -0.0171  -0.0011
Si  0.0018  0.0147  0.0037
Si  0.0132  0.0291  -0.0044
Si  -0.0048  -0.014  -0.0014
Si  -0.0105  -0.0092  -0.0067
Si  0.0174  0.0497  -0.0002
Si  -0.0092  -0.0068  0.0149
Si  0.0073  -0.0071  0.0036
Si  0.0099  0.0118  0.0057
Si  0.0108  -0.0028  0.0056
Si  0.0268  0.0133  0.0004
Si  -0.0121  -0.0111  0.0053
Si  -0.0274  -0.011  0.0072
Si  0.0066  0.0076  0.0059
Si  -0.0059  -0.0025  0.0166
Si  0.006  -0.0006  0.0088
Si  -0.0062  -0.0039  0.013
Si  -0.0107  0.0095  -0.0175
Si  0.0098  -0.0017  -0.009
Si  0.0006  0.0011  0.002
Si  -0.0068  0.0157  0.0074
Si  0.0043  -0.0124  0.0027
O  -0.3613  0.1745  0.3451
O  -0.3071  -0.1584  0.4123
O  -0.3245  -0.1018  0.0501
O  -0.0557  0.0732  0.4991
O  -0.1016  0.4499  -0.2053
O  -0.0584  0.0029  0.1492
O  0.3442  0.2519  0.0978
O  -0.4028  -0.0335  0.0332
O  0.0969  0.1738  -0.449
O  -0.4003  0.3598  0.4366
O  -0.0322  0.7242  0.1013
O  0.1153  0.0564  0.4134
O  0.2574  -0.4521  0.3122
O  -0.0168  0.3071  0.5115
O  0.1743  0.244  0.5211
O  0.0388  0.4489  0.5593
O  0.5994  0.2749  -0.3438
O  -0.5301  -0.3637  -0.2987
O  -0.2503  -0.4908  -0.0615
O  -0.1714  0.2387  0.0798
O  -0.1469  -0.0006  0.5504
O  0.1371  -0.3382  -0.0376
O  -0.2645  0.4138  -0.217
O  -0.1549  -0.0186  0.4908
O  0.049  -0.1716  0.4618
O  -0.0168  -0.0532  -0.3303
O  0.499  0.2859  -0.5272
O  0.0461  0.0893  0.4766
O  -0.2121  -0.01  0.4176
O  -0.3773  0.1265  -0.3133
O  -0.4122  0.1939  0.0336
O  0.6495  -0.1196  0.0206
O  0.227  -0.3899  0.3929
O  -0.4304  -0.1682  -0.0684
O  0.3284  0.4372  -0.6508
O  0.0197  0.091  0.4588
O  0.3268  -0.0228  -0.5725
O  0.2152  0.0835  0.5575
O  -0.0831  -0.3507  0.3751
O  -0.2992  -0.3567  0.1016
O  -0.1005  0.1251  0.1447
O  -0.129  0.0964  0.2207
O  0.2005  -0.2365  -0.268
O  -0.2749  0.2691  0.1351
O  -0.1499  -0.099  -0.464
O  0.1429  0.326  -0.1919
O  0.099  0.3766  0.0589
O  -0.0538  -0.012  -0.2524
O  0.0084  0.0588  -0.0512
O  -0.3299  -0.3958  -0.5255
O  0.3135  0.1918  0.5487
O  0.3652  0.2537  -0.1515
O  0.0778  -0.4595  0.0778
O  0.2071  -0.3875  -0.5457
O  0.3495  -0.0155  -0.0952
O  -0.4362  -0.6104  0.1389
O  0.1879  0.286  -0.1324
O  -0.3726  -0.2757  -0.3117
O  0.0857  0.0297  -0.0734
O  -0.3482  0.5053  -0.5493
O  0.1705  0.2047  -0.4682
O  0.0862  -0.0444  0.2917
O  0.0901  -0.2867  -0.2412
O  -0.7321  -0.0888  -0.1485
O  0.161  -0.1472  -0.0562
O  -0.1177  -0.0014  -0.4001
O  -0.0457  0.1473  -0.1302
O  0.2386  -0.1627  0.2823
O  -0.2442  0.1237  0.1529
O  0.1119  -0.057  -0.2601
O  -0.133  -0.1324  -0.1218
O  -0.1842  0.4132  0.1823
O  -0.2774  -0.0706  -0.1685
O  0.1343  0.4937  -0.2368
O  -0.7442  0.1204  0.1662
O  0.0728  -0.0669  0.3609
O  0.1804  0.3035  0.5564
O  0.6018  -0.2959  0.2484
O  -0.3501  0.4085  -0.0613
O  -0.2143  -0.17  0.1941
O  0.2914  -0.0552  0.1954
O  -0.1224  -0.2073  0.0291
O  0.7548  0.019  -0.3166
O  -0.3138  0.6018  -0.1036
O  -0.1101  0.006  0.2571
O  -0.4574  0.3167  -0.4355
O  0.3083  -0.3758  -0.3599
O  -0.6917  -0.0237  -0.0963
O  0.2674  -0.0612  -0.3522
O  -0.4687  -0.1727  0.3234
O  -0.537  0.4523  -0.373
O  -0.108  -0.0736  0.3102
O  -0.3768  0.0965  0.1878
O  -0.0503  0.3421  -0.3777
O  0.0968  0.5075  0.2672
O  0.2148  0.2766  0.0758
O  0.0481  -0.2103  0.1026
O  -0.2043  0.015  0.5674
O  -0.2579  -0.0039  0.5076
O  -0.0743  -0.0423  -0.0312
O  -0.4448  -0.0729  -0.1482
O  -0.0677  0.0358  -0.5275
O  -0.3558  -0.1986  -0.3249
O  -0.0416  -0.1995  -0.5481
O  -0.0903  -0.2519  0.3165
O  -0.54  -0.0333  0.2072
O  0.4545  -0.246  -0.2285
O  -0.4595  0.2715  0.387
O  -0.3198  0.034  -0.1073
O  -0.0943  -0.1091  -0.1491
O  0.6538  -0.3389  0.2264
O  0.3228  -0.2508  0.1274
O  0.1196  0.0677  0.0806
O  0.3092  0.3803  -0.4051
O  -0.1724  0.2833  0.7353
O  -0.2264  -0.2399  0.4796
O  0.0778  0.0973  0.4055
O  -0.6956  -0.2473  0.0825
O  -0.0982  0.167  -0.3027
O  -0.6685  0.0253  -0.3498
O  -0.3233  0.1491  -0.45
O  -0.07  -0.0868  -0.0985
O  0.1356  0.038  0.4704
O  0.304  0.0457  0.0105
O  0.2964  -0.3001  -0.3803
O  -0.0031  -0.0183  -0.3398
O  0.2037  -0.6657  -0.0463
O  0.2305  0.3558  -0.1099
O  0.2349  0.2557  -0.4692
O  0.3332  -0.2174  -0.4833
O  0.2749  0.1124  -0.0017
O  -0.1073  -0.2023  -0.2305
O  -0.0728  0.0339  -0.5862
O  -0.5605  -0.0407  0.3016
O  -0.0127  -0.0599  0.0833
O  -0.534  0.1599  0.4547
O  0.0276  -0.0144  -0.0639
O  0.3192  -0.3161  0.3134
O  -0.0153  0.0726  -0.4376
O  -0.1266  -0.1107  0.0977
O  0.2382  -0.0671  -0.194
O  -0.3926  -0.0642  -0.3356
O  -0.1815  0.0355  -0.0292
O  -0.2021  -0.1628  0.3492
O  -0.1829  0.2194  0.2605
O  -0.0786  -0.2926  -0.3979
O  0.3173  -0.3057  -0.16
O  0.3644  0.0416  0.3074
O  -0.1028  -0.1611  -0.6433
O  -0.3675  -0.2603  -0.311
O  0.7974  -0.1619  0.1454
O  0.054  -0.143  -0.5189
O  0.5736  0.2433  -0.4492
O  -0.0167  0.0495  -0.3613
O  -0.2053  -0.02  0.0557
O  -0.6613  -0.0347  -0.2015
O  0.1595  0.06  -0.5974
O  -0.0185  -0.0014  0.1948
O  -0.1547  0.0573  -0.3019
O  0.2779  -0.2494  0.2198
O  0.7183  -0.1151  0.4614
O  -0.0501  -0.6574  -0.2135
O  0.1008  0.0315  -0.2725
O  0.6784  -0.3226  0.0464
O  -0.33  -0.1174  0.0687
O  -0.5322  0.5328  -0.2216
O  -0.1653  0.3844  -0.0359
O  0.3373  -0.0123  -0.6281
O  0.2289  0.158  -0.3754
O  0.4216  -0.4799  0.0316
O  0.1225  0.0802  -0.11
O  0.0941  -0.6138  0.1901
O  -0.0306  0.0098  0.3224
O  0.5642  0.2981  -0.0247
O  -0.4478  0.1206  0.1083
O  0.1467  0.0529  -0.0804
O  -0.2594  -0.0434  -0.0203
O  0.1314  -0.3486  0.2469
O  -0.3671  -0.1427  0.3172
O  0.425  0.3753  0.2113
O  0.2541  0.389  -0.4569
O  -0.1081  -0.1208  0.4849
O  -0.2793  0.1927  0.3098
O  0.3401  -0.1956  0.1172
O  -0.0008  -0.5804  0.1459
O  -0.0727  0.0027  0.2507
O  0.0063  0.1449  0.1799
O  0.2966  -0.0269  0.3701
O  -0.093  -0.4307  0.3518
O  0.1928  -0.5117  -0.3411
O  0.0031  0.0318  -0.0405
O  0.687  -0.0782  -0.369
O  0.1981  -0.146  0.1308
O  -0.4387  0.1752  -0.1775
O  -0.5123  -0.0562  0.2828
O  -0.4608  0.266  -0.2476
O  -0.5104  0.254  -0.0672
O  0.1733  0.6367  -0.2004
O  0.5916  -0.4885  0.3315
O  -0.0315  0.0487  -0.4573
O  0.6417  0.2677  -0.1711
O  -0.1467  -0.04  -0.5848
O  -0.2257  -0.5189  0.2346
O  -0.2171  0.2167  0.4715
O  0.2324  0.0601  0.4148
O  -0.1593  0.0965  0.192
O  0.1329  -0.3099  0.6103
O  0.1705  0.3069  0.2147
O  -0.0779  -0.6247  0.3656
O  0.0732  0.0497  -0.4232
O  -0.5159  0.0808  0.0644
O  -0.2686  0.326  -0.2592
O  -0.4743  -0.1538  0.5359
O  0.0276  0.0725  -0.6128
O  0.2467  -0.1627  0.1534
O  -0.3369  0.2004  0.3976
O  0.2073  0.2975  0.151
O  -0.0916  -0.1937  -0.5884
O  0.1673  -0.4589  0.158
O  -0.2061  0.2357  -0.4435
O  0.0803  0.0823  0.6221
O  0.4066  0.0774  -0.4775
O  0.3348  -0.1232  0.3737
O  0.2037  0.61  -0.0972
O  -0.2809  0.4714  -0.0174
O  -0.2035  0.1609  -0.5703
O  0.314  -0.23  -0.2451
O  0.1516  0.0756  0.2549
O  0.0082  -0.074  -0.4226
O  0.005  0.2942  -0.1321
O  -0.7015  -0.1116  -0.2187
O  0.2089  -0.4979  -0.4408
O  -0.4707  -0.3096  -0.3121
O  -0.5673  0.0552  0.3305
O  -0.0489  -0.2537  0.1054
O  -0.6319  0.1091  -0.0057
O  0.0536  0.0048  0.4194
O  0.1277  -0.0247  0.5998
O  0.1304  0.0686  -0.7842
O  0.1896  0.0462  0.1655
O  0.5013  -0.2016  -0.0847
O  -0.3284  -0.3102  -0.0727
O  0.0803  -0.2232  0.5926
O  0.1914  -0.0997  -0.5457
O  0.2638  -0.3028  -0.2956
O  0.2635  0.2809  0.368
O  -0.3058  0.3403  -0.174
O  0.08  0.6898  -0.0226
O  -0.2131  -0.0816  -0.3646
O  0.3342  -0.042  -0.0851
O  0.6126  -0.2132  0.1033
O  -0.0459  -0.0991  -0.4318
O  -0.1549  0.1568  -0.2551
O  0.1853  -0.0578  0.2693
O  0.3792  -0.2532  -0.0504
O  -0.2136  -0.3679  0.2821
O  0.1912  0.4258  0.2974
O  -0.0213  0.1343  -0.197
O  0.3414  0.6899  -0.1639
O  0.0072  0.4273  -0.2455
O  -0.1398  0.1639  -0.2434
O  0.434  0.4161  0.04
O  0.7358  -0.3788  0.2148
O  0.4429  0.0688  -0.0077
O  -0.5182  -0.4464  0.0115
O  0.0603  0.4723  -0.2888
O  0.2243  0.023  -0.5323
O  0.1105  0.4968  0.0614
O  -0.1506  0.1342  0.2761
O  0.0946  -0.5253  0.1577
O  0.3841  -0.1726  0.2161
O  0.4671  -0.2519  -0.0374
O  -0.4304  0.3448  0.0743
O  -0.4537  0.2329  -0.01
O  0.5548  -0.2003  0.316
O  0.7539  0.0519  -0.2354
O  -0.0698  0.0522  0.5616
O  0.2865  -0.391  -0.3139
O  -0.1875  -0.3231  -0.0636
O  -0.2362  0.1877  -0.0819
O  0.4984  0.0883  0.1181
O  0.2472  -0.0412  -0.0681
O  0.2412  -0.3185  -0.211
O  0.1758  0.0268  0.2745
O  0.1546  -0.2326  -0.2269
O  0.5631  -0.0975  0.06
O  -0.2754  0.2721  -0.0805
O  -0.2313  -0.2005  -0.2434
